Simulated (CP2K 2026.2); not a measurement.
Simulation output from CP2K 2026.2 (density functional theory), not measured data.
Periodic cell of 1896 atoms, Si1352O544, from a study of silicon, its oxide and their interface. The atomic structure is a simulated model.
Doubt: the forces sum to 2.62 eV/angstrom along one axis rather than to zero, so they err by at least 0.0014 eV/angstrom per atom on average; the grid cutoff is modest.

Settings: functional PBE; method Gaussian and plane waves; basis set DZVP-MOLOPT-SR-GTH; pseudopotentials GTH-PBE; grid cutoff 300 Ry, relative cutoff 40 Ry; k points Gamma only; occupations fixed; spin none; net charge 0.

Cell vectors (angstrom)
a 16.332 0 0
b 0 65.328 0
c -0.105 0.2024 31.8301

Atoms and the computed forces on them: element, x, y, z (angstrom), force x, y, z (eV/angstrom)
Si -0.115 0.052 -0.108 0.321 -0.444 0.126
Si 1.42 1.314 1.241 0.034 0.028 0.019
Si -1.677 7.382 -2.382 -0.008 0.088 -0.062
Si 1.083 6.636 -1.719 0.023 0.172 0.109
Si 0.285 11.205 0.309 -0.175 0.174 0.206
Si 3.688 14.448 -1.11 -0.195 -0.437 0.56
Si -1.228 15.382 -0.711 0.037 0.028 0.64
Si 2.613 18.739 0.12 -0.323 0.081 0.29
Si -0.153 21.891 0.1 0.016 -0.074 0.691
Si 3.133 23.788 -0.191 0.046 0.017 -0.037
Si -0.494 26.228 -1.141 -0.038 0.174 0.571
Si 5.771 32.415 -0.051 -0.03 -0.275 0.65
Si -0.361 32.932 -0.286 -0.378 -0.293 0.561
Si 3.396 37.125 1.02 0.312 0.081 0.56
Si -0.571 38.709 0.257 -0.005 0.041 -0.037
Si 2.542 40.386 -2.466 -0.126 0.047 -0.066
Si 0.102 43.151 -0.09 -0.513 -0.372 0.463
Si 2.557 49.03 2.953 -0.128 0.044 -0.053
Si 0.789 49.144 0.27 0.058 -0.105 0.607
Si 3.441 52.443 1.524 -0.182 -0.158 0.62
Si -0.234 54.582 0.131 0.307 -0.364 0.126
Si 2.641 57.112 -0.099 -0.044 0.008 0.712
Si -0.581 60.023 -0.341 -0.032 -0.275 0.443
Si 2.925 62.583 -0.076 0.004 0.222 0.657
Si 5.447 0.424 -0.092 0.154 -0.371 0.688
Si 8.535 2.435 -0.01 -0.016 0.197 0.735
Si 6.363 6.377 1.392 0.315 0.246 0.165
Si 8.667 9.56 -1.085 -0.087 -0.073 0.065
Si 4.037 12.253 -1.789 -0.446 -0.042 0.574
Si 8.304 13.955 -0.41 -0.172 -0.191 0.533
Si 6.335 16.092 -1.185 0.081 0.006 0.074
Si 8.87 18.418 0.05 0.151 -0.212 0.615
Si 4.935 22.103 0.093 -0.422 0.193 0.352
Si 9.522 25.775 1.522 0.008 0.022 -0.007
Si 5.136 27.228 0.087 0.256 -0.253 0.486
Si 8.63 29.41 -0.114 -0.125 0.091 0.733
Si 2.614 29.066 -0.138 -0.56 -0.081 0.458
Si 7.467 31.986 1.767 -0.103 -0.188 0.012
Si 5.68 36.999 1.098 0.157 0.077 0.058
Si 8.565 40.267 0.279 0.013 0.019 0.031
Si 5.71 43.474 0.248 -0.157 -0.009 0.7
Si 8.489 45.658 0.204 0.261 0.016 0.409
Si 6.245 49.841 1.232 0.026 0.07 -0.04
Si 9.656 52.913 1.236 0.255 0.426 0.257
Si 5.278 53.361 -0.68 -0.044 -0.104 0.116
Si 7.971 56.931 -0.348 -0.012 0.102 0.716
Si 4.882 60.113 -0.09 0.311 -0.006 0.702
Si 8.71 62.057 0.012 0.068 -0.225 0.54
Si 10.746 0.186 0.013 0.022 -0.144 0.624
Si 14.245 2.488 -0.557 0.102 0.118 0.097
Si 10.536 5.8 0.102 0.392 -0.275 -0.119
Si 13.484 8.497 0.161 0.093 0.148 0.664
Si 12.602 11.312 -0.646 0.236 0.375 0.503
Si 15.687 12.484 -2.996 -0.18 -0.164 0.319
Si 10.615 16.619 0.074 -0.207 0.235 0.405
Si 13.007 19.564 0.136 -0.235 0.182 0.535
Si 11.224 21.225 0.071 0.322 -0.09 0.464
Si 13.998 23.906 -1.034 0.039 0.002 0.041
Si 10.513 26.985 -0.178 -0.303 -0.331 0.301
Si 12.96 30.653 0.008 0.053 0.266 0.592
Si 11.202 32.34 0.137 0.128 -0.175 0.475
Si 13.801 35.196 -0.073 -0.177 0.094 0.801
Si 10.5 38.791 0.168 -0.079 0.037 -0.053
Si 13.916 40.229 0.285 0.247 0.086 0.456
Si 10.384 44.12 0.16 -0.182 0.074 0.558
Si 15.32 47.873 1.439 0.032 0.061 -0.02
Si 10.704 49.011 0.082 -0.024 -0.016 -0.116
Si 13.579 51.809 0.096 0.065 -0.18 0.735
Si 11.265 53.902 -0.134 -0.261 0.13 0.738
Si 12.156 55.556 1.266 0.013 -0.004 -0.015
Si 10.411 60.208 0.083 -0.215 0.207 0.524
Si 13.613 62.383 0.037 -0.452 0.407 0.132
Si 3.024 2.499 -0.081 -0.111 0.39 0.71
Si 4.146 4.146 1.349 -0.347 -0.371 0.12
Si 3.157 10.336 -0.636 0.393 0.569 0.233
Si 4.319 10.008 1.474 0.028 -0.044 -0.125
Si 1.611 12.63 1.66 -0.015 0.028 0.083
Si 3.356 14.362 1.312 0.038 0.076 -0.102
Si 1.164 17.373 1.569 -0.018 -0.044 -0.048
Si 3.943 20.314 1.344 0.073 -0.032 0.04
Si 1.446 23.082 1.326 -0.032 0.015 -0.016
Si 3.969 25.596 1.261 -0.062 -0.006 0.012
Si 1.153 28.276 1.539 -0.027 -0.018 -0.075
Si 3.777 31.559 0.913 0.053 0.672 -0.086
Si 1.598 34.541 1.43 -0.194 -0.016 0.666
Si 6.514 35.481 -0.452 0.211 0.358 0.554
Si 1.203 39.656 1.513 0.038 0.003 -0.04
Si 4.17 42.261 1.544 0.091 -0.017 -0.035
Si 2.69 47.851 0.905 0.149 0.384 -0.04
Si 1.494 45.184 1.71 0.049 -0.165 0.666
Si 1.614 50.803 1.712 0.171 0.091 -0.06
Si 3.562 55.056 -2.18 -0.038 0.138 0.079
Si 1.312 55.803 1.359 0.007 0.038 -0.026
Si 6.765 61.13 1.059 -0.013 0.007 -0.004
Si 1.49 61.406 1.353 0.201 0.251 0.384
Si 5.505 62.575 2.509 0 -0.007 0.013
Si 6.93 1.412 1.379 0.013 0.013 -0.06
Si 9.579 4.046 1.362 -0.004 -0.069 -0.057
Si 7.698 6.92 -0.39 -0.306 -0.082 0.491
Si 9.982 10.006 1.707 0.154 0.26 0.536
Si 6.152 11.593 1.555 -0.028 0.023 0.018
Si 9.471 14.964 1.377 0.019 0.016 -0.075
Si 6.993 17.616 1.306 0.344 0.412 0.303
Si 9.581 20.245 1.391 -0.005 0.028 0.027
Si 6.693 23.148 1.296 0.059 -0.03 0.023
Si 8.242 24.516 0.096 -0.314 -0.139 0.575
Si 6.884 28.395 1.198 0.021 0.035 0.081
Si 9.582 31.04 1.247 -0.019 0.066 0.119
Si 8.651 35.104 0.282 0.076 -0.022 -0.076
Si 9.7 36.905 1.329 0.069 0.052 -0.019
Si 6.827 39.165 1.558 -0.04 -0.016 -0.073
Si 9.555 42.183 1.44 0.002 0.019 0.058
Si 6.965 44.766 1.726 0.021 0.034 -0.048
Si 9.435 47.524 1.335 -0.032 -0.036 0.03
Si 4.997 47.861 0.896 -0.175 0.171 0.482
Si 9.405 50.711 -0.831 0.358 -0.493 0.315
Si 6.686 55.635 1.165 0.288 0.32 0.227
Si 9.379 58.351 1.113 -0.066 -0.04 -0.003
Si 3.897 58.526 1.327 0.052 0.003 -0.034
Si 9.556 63.879 1.296 -0.002 0.03 -0.024
Si 12.192 1.317 1.481 -0.383 -0.388 0.226
Si 15.411 4.49 1.31 0.168 0.245 0.472
Si 12.175 6.952 1.395 0.107 -0.008 -0.01
Si 15.136 9.617 1.442 0.06 0.089 -0.069
Si 11.762 11.671 1.547 -0.09 -0.005 -0.039
Si 15.639 15.71 1.504 0.042 0.018 -0.014
Si 12.209 17.737 1.397 -0.004 0.02 -0.062
Si 14.854 20.427 1.369 0.002 -0.063 -0.024
Si 12.213 23.054 1.264 -0.315 -0.373 0.246
Si 15.755 26.583 1.228 0.112 0.011 0.004
Si 12.428 28.826 1.407 0.164 0.413 0.442
Si 14.931 31.437 1.2 0.038 0.025 -0.078
Si 12.26 34.076 1.36 0.04 -0.044 -0.006
Si 14.876 36.82 1.333 -0.04 -0.013 0.023
Si 12.187 39.51 1.669 -0.052 -0.012 0.089
Si 14.85 42.153 1.303 0.02 -0.004 -0.091
Si 12.335 45.14 1.171 0.092 0.048 0.055
Si 14.036 46.602 -0.092 -0.266 -0.128 0.764
Si 12.28 50.263 1.347 0.048 0.068 -0.042
Si 14.958 53.066 1.503 -0.028 -0.036 -0.019
Si 13.589 56.483 -0.278 -0.223 -0.257 0.382
Si 14.918 58.672 1.349 0.402 0.226 0.349
Si 12.132 61.194 1.4 -0.087 -0.021 0.019
Si 14.897 63.953 1.287 0.013 0.004 -0.012
Si 0.039 2.713 2.604 -0.054 0.034 0.034
Si 2.78 -0.066 2.585 0.008 -0.005 0.023
Si -0.051 8.066 2.749 -0.007 -0.052 0.011
Si 2.584 5.395 2.597 0.007 0.01 -0.003
Si -0.014 13.806 2.82 -0.02 0.056 -0.073
Si 2.699 10.945 2.899 0.051 0.094 0.043
Si -0.051 19.057 2.711 0.058 0.102 -0.017
Si 2.684 16.15 2.797 -0.013 -0.11 0.011
Si 0.129 24.642 2.546 -0.06 -0.019 -0.017
Si 2.692 21.714 2.768 -0.058 -0.045 -0.016
Si 0.023 30.053 2.61 -0.034 0.046 -0.049
Si 2.719 27.023 2.751 0.013 -0.022 0.047
Si -0.033 35.577 2.744 -0.001 -0.045 -0.054
Si 2.781 32.915 2.58 0.025 0.013 0.021
Si -0.088 41.019 2.855 -0.021 0.005 0.008
Si 2.545 38.278 2.842 -0.002 0.02 -0.014
Si 0.004 46.414 2.979 0.053 0.008 0.048
Si 2.805 43.627 2.881 -0.084 0.009 -0.004
Si -0.051 51.816 2.933 0.021 0.001 -0.049
Si 6.49 50.542 -1.074 -0.14 -0.297 0.546
Si -0.053 57.214 2.664 -0.039 -0.003 -0.005
Si 2.617 54.355 2.696 0.009 -0.07 -0.043
Si -0.048 62.615 2.654 0.013 0.002 0.022
Si 2.641 59.886 2.745 -0.056 0.029 0.026
Si 5.457 2.7 2.719 -0.045 -0.007 -0.033
Si 8.171 -0.096 2.673 0.029 0.005 0.01
Si 5.332 8.134 2.612 -0.028 0.026 0.027
Si 8.059 5.313 2.712 0.032 0.068 -0.043
Si 5.209 13.475 2.631 -0.009 0.006 -0.059
Si 8.065 10.857 2.791 -0.032 0.011 0.028
Si 5.506 19.014 2.57 -0.003 -0.038 0
Si 8.148 16.253 2.817 0.019 0.07 -0.099
Si 5.426 24.482 2.741 0.023 0.018 -0.023
Si 8.142 21.732 2.571 0.034 0.019 0.011
Si 5.51 29.604 2.738 0.423 -0.402 0.348
Si 8.16 27.186 2.752 0.018 0.035 0.009
Si 6.014 35.438 2.873 -0.09 0.028 -0.08
Si 7.944 34.131 2.315 0.035 0.076 -0.099
Si 5.51 40.759 2.782 0.049 0.041 -0.009
Si 8.36 38.106 2.933 -0.058 -0.061 0.032
Si 5.53 46.334 2.72 -0.128 0.009 0.004
Si 8.28 43.401 2.991 0.103 -0.025 0.068
Si 5.293 51.499 2.666 -0.017 0.036 0.013
Si 8.056 48.959 2.594 -0.011 0.068 -0.005
Si 5.349 57.071 2.552 0.013 0.054 -0.008
Si 8.185 54.349 2.516 0.002 0.004 0.016
Si 4.265 64.063 1.126 -0.035 -0.007 -0.08
Si 8.042 59.739 2.53 0.016 0.01 -0.017
Si 10.872 2.713 2.794 -0.013 -0.002 0.024
Si 13.567 -0.084 2.742 -0.002 -0.012 -0.002
Si 10.864 8.176 2.883 -0.019 0 -0.025
Si 13.615 5.466 2.592 -0.017 -0.033 0.01
Si 10.842 13.543 2.651 0.007 0.008 0.054
Si 13.589 10.821 2.795 0.005 0.068 -0.034
Si 10.887 19.001 2.864 -0.04 -0.015 0.014
Si 13.696 16.434 2.678 0.019 -0.046 -0.029
Si 10.979 24.441 2.706 0.088 0.02 -0.017
Si 13.601 21.83 2.752 -0.078 -0.016 -0.031
Si 10.888 29.926 2.825 0.072 -0.05 -0.041
Si 13.892 27.398 2.571 -0.032 -0.007 -0.036
Si 11.072 35.59 2.736 -0.043 -0.028 -0.041
Si 13.65 32.735 2.715 -0.014 -0.009 -0.015
Si 10.976 41.025 2.912 -0.048 0.022 -0.021
Si 13.582 38.088 2.87 0.043 -0.025 -0.031
Si 10.949 46.322 2.716 -0.025 -0.035 -0.049
Si 13.575 43.671 2.607 0.02 0 -0.001
Si 10.947 51.653 2.742 0.044 0.023 0.008
Si 13.703 49.016 2.739 -0.038 -0.033 -0.036
Si 10.832 57.081 2.509 -0.006 0.002 -0.008
Si 13.554 54.42 2.772 0.003 0.019 0.019
Si 10.867 62.605 2.758 0.037 0.007 0.001
Si 13.534 59.895 2.765 0.008 -0.009 0.014
Si 1.358 4.009 4.057 -0.023 0.005 0.022
Si 4.079 1.293 4.015 0.004 0.011 -0.003
Si 1.328 9.45 4.075 0.005 -0.008 -0.019
Si 3.949 6.786 3.979 0.009 -0.001 0.048
Si 1.344 14.974 4.299 0.02 -0.037 0.018
Si 4.041 12.243 4.266 0.016 -0.05 -0.043
Si 1.309 20.398 4.088 0.003 -0.047 0.019
Si 4.134 17.622 3.955 -0.014 0.032 0.003
Si 1.383 25.79 4.156 -0.068 0.015 -0.015
Si 4.089 23.092 4.082 -0.006 0.002 -0.032
Si 1.458 31.426 3.921 0.004 -0.005 0.024
Si 4.101 28.366 4.093 -0.02 0.022 -0.066
Si 1.323 36.835 4.189 0.006 -0.03 0.028
Si 4.272 34.153 3.949 -0.005 0.031 0.016
Si 1.363 42.298 4.192 0.004 0.016 -0.003
Si 4.07 39.52 4.15 0.008 -0.028 0.01
Si 1.29 47.724 4.372 0.016 -0.011 0.05
Si 4.134 45.042 4.155 -0.003 0.018 0.041
Si 1.319 53.149 4.233 0.024 0.002 0.058
Si 4.093 50.246 4.219 0.032 0.07 0.018
Si 1.296 58.522 4.085 -0.048 0.002 0.019
Si 4.041 55.724 3.983 -0.01 0.029 0.019
Si 1.382 63.945 3.987 0.029 0.004 -0.005
Si 4.116 61.253 3.963 0.023 0.009 -0.008
Si 6.778 4.002 4.145 -0.022 -0.005 0.027
Si 9.496 1.295 4.07 -0.013 -0.042 -0.003
Si 6.773 9.373 4.078 0.004 -0.004 -0.033
Si 9.434 6.732 4.059 -0.031 0.004 0.026
Si 6.67 14.858 3.995 -0.035 -0.028 -0.019
Si 9.42 12.284 4.103 0.088 -0.008 -0.035
Si 6.815 20.387 3.992 -0.011 -0.022 0.006
Si 9.507 17.631 4.153 0.009 0 0.047
Si 6.788 25.842 4.099 -0.007 0.017 -0.021
Si 9.527 23.093 3.993 -0.011 -0.023 -0.005
Si 6.761 31.177 3.914 0.054 -0.005 -0.057
Si 9.529 28.545 4.109 -0.018 0.017 0.007
Si 6.992 36.876 4.386 0.054 -0.028 -0.009
Si 9.564 34.322 4.03 0.051 -0.013 0.057
Si 6.819 42.106 4.244 -0.035 -0.01 -0.034
Si 9.644 39.575 4.217 0.021 -0.012 -0.025
Si 6.853 47.639 4.136 -0.047 0.029 -0.012
Si 9.648 44.918 4.157 -0.01 -0.003 -0.016
Si 6.761 52.979 3.889 -0.023 0.008 -0.032
Si 9.471 50.313 3.994 -0.013 -0.017 -0.038
Si 6.728 58.426 3.957 -0.023 -0.023 0.013
Si 9.498 55.734 3.939 0.003 -0.006 -0.002
Si 6.789 63.888 4.008 -0.009 0.001 -0.009
Si 9.431 61.149 3.945 -0.006 -0.019 -0.008
Si 12.295 4.091 4.033 0 0.016 -0.001
Si 14.979 1.353 3.984 -0.007 0.018 -0.013
Si 12.288 9.459 4.227 0.011 0.018 -0.048
Si 14.892 6.763 4.112 0.03 -0.034 0.005
Si 12.289 14.937 3.947 0.011 -0.008 -0.016
Si 14.917 12.308 4.045 0.011 -0.001 -0.013
Si 12.248 20.447 4.123 0.026 -0.024 -0.02
Si 14.929 17.77 4.146 0.036 -0.046 0.007
Si 12.421 25.93 3.891 0.005 0.026 0.013
Si 15.031 23.264 3.947 0.033 0.043 -0.034
Si 12.264 31.375 4.073 0.024 0.016 0.039
Si 15.063 28.727 4.088 0.023 0.023 0.016
Si 12.335 36.78 4.277 -0.043 0.028 0.022
Si 15.023 34.088 4.077 0.019 -0.019 -0.022
Si 12.351 42.364 4.183 0.009 0.029 0.006
Si 14.973 39.528 4.157 0.024 0.031 -0.046
Si 12.292 47.667 4.099 0.006 0.026 -0.011
Si 14.926 44.948 4.112 -0.018 -0.06 -0.021
Si 12.231 53.051 4.129 0.008 -0.004 0.011
Si 14.938 50.382 4.189 0.02 -0.017 0.017
Si 12.165 58.441 3.983 -0.007 -0.029 0.014
Si 14.935 55.834 4.059 0.029 -0.012 -0.03
Si 12.229 63.919 4.136 -0.001 -0.003 0.025
Si 14.939 61.26 4.062 0.011 -0.008 0.014
Si 0.019 -0.006 5.361 -0.013 -0.019 -0.029
Si 2.731 2.659 5.408 0.037 0.009 -0.008
Si -0.026 5.379 5.412 -0.041 0.001 0.001
Si 2.68 8.113 5.447 0.014 -0.002 0.016
Si -0.049 10.867 5.378 0.003 0.021 -0.009
Si 2.679 13.576 5.603 -0.024 0.016 -0.016
Si -0.052 16.386 5.51 -0.005 0.001 -0.036
Si 2.732 18.992 5.341 -0.022 -0.008 -0.004
Si -0.019 21.842 5.377 0.015 0.015 -0.026
Si 2.749 24.445 5.478 0.022 -0.005 0.011
Si 0.059 27.288 5.418 -0.009 -0.023 -0.018
Si 2.783 29.965 5.294 -0.007 -0.029 -0.004
Si 0.087 32.709 5.384 -0.011 -0.022 -0.009
Si 2.814 35.433 5.387 0.005 -0.03 -0.041
Si -0.007 38.184 5.557 -0.024 -0.005 -0.008
Si 2.722 40.894 5.521 -0.027 -0.03 -0.017
Si -0.009 43.644 5.525 -0.028 0.003 0.009
Si 2.749 46.329 5.572 -0.006 -0.016 -0.024
Si -0.072 49.08 5.638 0.008 -0.012 0.028
Si 2.717 51.708 5.498 -0.005 -0.059 -0.055
Si -0.058 54.514 5.509 -0.021 0.018 0.001
Si 2.703 57.122 5.375 -0.029 -0.022 -0.036
Si -0.047 59.888 5.432 -0.007 -0.001 0.013
Si 2.736 62.583 5.361 -0.003 -0.017 -0.002
Si 5.438 -0.064 5.384 -0.015 0.002 0.003
Si 8.146 2.637 5.467 0.025 -0.022 -0.008
Si 5.365 5.425 5.377 -0.001 0.031 -0.01
Si 8.118 8.066 5.472 0.007 -0.044 0.011
Si 5.442 10.789 5.458 0.028 0.051 -0.057
Si 8.06 13.595 5.449 -0.011 -0.017 0.017
Si 5.411 16.275 5.397 0.005 0.025 0.007
Si 8.138 19.042 5.42 0.019 0.023 0.014
Si 5.47 21.734 5.396 0.002 -0.024 0.023
Si 8.194 24.47 5.38 0.003 -0.038 0.009
Si 5.47 27.157 5.516 0.017 0.001 0.035
Si 8.181 29.973 5.38 0.007 0.019 0.023
Si 5.536 32.69 5.317 0.009 -0.011 0.005
Si 8.313 35.483 5.655 0.022 -0.044 -0.026
Si 5.451 38.193 5.55 -0.013 0.037 -0.024
Si 8.198 40.812 5.606 0.02 0.014 0.014
Si 5.465 43.596 5.5 0.007 0.011 -0.036
Si 8.225 46.278 5.479 0.046 -0.02 -0.011
Si 5.493 48.95 5.548 0.003 -0.045 0.003
Si 8.124 51.696 5.359 0.031 0.019 -0.007
Si 5.442 54.373 5.325 0.011 -0.018 -0.004
Si 8.132 57.101 5.323 0.034 0.001 -0.012
Si 5.431 59.847 5.343 -0.006 0.013 -0.003
Si 8.142 62.531 5.371 0.008 -0.008 0.009
Si 10.873 -0.021 5.452 -0.015 -0.016 0.004
Si 13.63 2.699 5.392 -0.013 -0.027 0.019
Si 10.875 5.403 5.397 -0.009 -0.002 -0.003
Si 13.601 8.088 5.557 0.001 -0.013 0.033
Si 10.826 10.873 5.428 0.008 -0.009 -0.008
Si 13.563 13.612 5.426 -0.026 0.03 0.017
Si 10.918 16.257 5.397 0.023 0.026 0.002
Si 13.585 19.101 5.493 -0.007 0.062 0.024
Si 10.86 21.795 5.426 -0.001 0.003 0.017
Si 13.681 24.582 5.355 -0.036 0.001 0
Si 10.992 27.204 5.35 0.022 -0.004 -0.011
Si 13.635 30.017 5.436 -0.025 0.026 0.015
Si 10.843 32.763 5.349 -0.029 -0.025 -0.002
Si 13.685 35.378 5.54 -0.025 -0.022 -0.001
Si 10.953 38.173 5.579 0.02 0 -0.004
Si 13.646 40.907 5.524 -0.025 -0.016 -0.017
Si 10.96 43.621 5.583 -0.003 -0.009 0.027
Si 13.592 46.297 5.511 0.017 -0.016 -0.024
Si 10.866 49.01 5.418 -0.006 0.003 0
Si 13.58 51.736 5.521 -0.016 0.025 0.02
Si 10.833 54.433 5.4 -0.007 0.007 0.01
Si 13.548 57.16 5.404 0.005 0.007 0.039
Si 10.816 59.823 5.341 0.018 0.036 0.01
Si 13.604 62.578 5.466 -0.001 0.012 0.011
Si 1.359 1.321 6.778 -0.004 0.001 -0.006
Si 4.066 4.037 6.777 0.004 0.009 -0.006
Si 1.325 6.74 6.793 0.001 0.003 0.012
Si 4.057 9.452 6.807 -0.026 -0.011 0.022
Si 1.289 12.167 6.835 0.029 -0.028 -0.004
Si 4.072 14.968 6.84 -0.007 -0.012 0.01
Si 1.369 17.718 6.793 0.006 0.007 0.008
Si 4.078 20.372 6.724 0.001 0.007 -0.017
Si 1.354 23.122 6.798 0.001 0.021 -0.003
Si 4.093 25.821 6.841 0.007 -0.001 0.004
Si 1.427 28.654 6.748 0.013 -0.003 -0.004
Si 4.14 31.331 6.694 0.008 0.031 -0.039
Si 1.44 34.064 6.762 -0.007 0.035 0.006
Si 4.105 36.773 6.844 0.015 -0.012 0.011
Si 1.383 39.522 6.896 0.011 0.021 0.001
Si 4.087 42.257 6.876 0.002 0.005 -0.01
Si 1.365 44.97 6.902 0.004 0.019 -0.002
Si 4.121 47.643 6.925 -0.026 0.017 0.016
Si 1.358 50.411 6.913 -0.005 0.003 0.004
Si 4.104 53.079 6.798 0.005 -0.011 0.001
Si 1.355 55.833 6.819 0.003 0.012 0.01
Si 4.069 58.498 6.726 -0.014 0.004 -0.006
Si 1.368 61.236 6.75 0.001 0.011 0.006
Si 4.072 63.931 6.764 0.008 0.004 -0.01
Si 6.782 1.28 6.798 -0.009 -0.018 0
Si 9.535 4.021 6.78 0.012 0.021 -0.002
Si 6.742 6.719 6.8 -0.001 0.011 0.011
Si 9.495 9.464 6.79 0.002 0.002 -0.015
Si 6.781 12.168 6.812 -0.008 -0.011 0.002
Si 9.496 14.942 6.756 -0.004 0.022 -0.023
Si 6.775 17.657 6.752 0.003 -0.007 -0.007
Si 9.507 20.414 6.772 -0.017 -0.027 0.001
Si 6.823 23.121 6.752 -0.009 0.002 -0.01
Si 9.584 25.86 6.71 0.012 0.002 -0.013
Si 6.829 28.616 6.774 -0.017 0.028 -0.022
Si 9.527 31.366 6.743 0.019 -0.019 -0.004
Si 6.861 34.025 6.797 0.015 -0.015 -0.018
Si 9.623 36.84 6.992 -0.018 0.039 -0.029
Si 6.807 39.504 6.953 0.021 0.006 0.007
Si 9.565 42.229 6.899 0.026 -0.008 -0.016
Si 6.854 44.926 6.857 -0.015 0.011 -0.018
Si 9.555 47.655 6.841 0.003 -0.004 -0.008
Si 6.827 50.376 6.831 -0.005 -0.007 -0.007
Si 9.476 53.065 6.754 0.007 0.002 -0.011
Si 6.787 55.752 6.712 -0.011 -0.002 0.001
Si 9.477 58.474 6.728 -0.007 0.003 -0.01
Si 6.783 61.194 6.747 0.014 -0.003 -0.002
Si 9.502 63.907 6.761 0.013 0.004 0
Si 12.259 1.347 6.777 0.005 0.008 0
Si 14.964 4.03 6.801 0.013 -0.001 0.022
Si 12.201 6.726 6.84 -0.001 -0.009 0
Si 14.975 9.504 6.815 0.004 0.025 -0.023
Si 12.2 12.229 6.779 0.007 0.006 -0.012
Si 14.919 14.965 6.797 -0.011 -0.019 0.008
Si 12.225 17.671 6.774 -0.016 -0.036 -0.009
Si 14.964 20.489 6.773 -0.002 0.011 -0.006
Si 12.267 23.206 6.705 0.02 0.004 -0.016
Si 15.002 25.934 6.762 0.026 0.003 0.013
Si 12.277 28.618 6.759 -0.003 0.002 0.004
Si 15.025 31.368 6.771 -0.002 0.001 0.005
Si 12.237 34.04 6.815 -0.005 0.002 -0.022
Si 14.998 36.782 6.896 -0.009 0.009 0.002
Si 12.3 39.547 6.909 -0.007 -0.011 -0.004
Si 15.008 42.244 6.894 0.019 0 -0.004
Si 12.282 44.973 6.941 -0.019 -0.019 -0.002
Si 14.93 47.649 6.915 -0.006 0.04 0.009
Si 12.203 50.363 6.833 0.015 0.008 -0.015
Si 14.944 53.113 6.851 0.022 -0.028 -0.001
Si 12.201 55.79 6.766 0.011 -0.02 -0.001
Si 14.919 58.522 6.778 -0.006 0.002 0.004
Si 12.201 61.182 6.745 -0.009 -0.002 -0.009
Si 14.989 63.968 6.764 0.008 -0.014 -0.005
Si 0.017 2.719 13.671 -0.001 -0.016 0.002
Si 2.733 -0.05 13.58 0.024 -0.002 -0.015
Si 0 8.129 13.605 -0.006 -0.013 -0.009
Si 2.742 5.393 13.663 -0.004 0 -0.005
Si -0.074 13.607 13.491 0.001 -0.026 -0.006
Si 2.67 10.836 13.556 0.001 -0.022 -0.004
Si -0.031 19.072 13.524 0.002 -0.007 -0.002
Si 2.684 16.338 13.448 0.005 -0.011 0
Si 0.005 24.502 13.541 0.002 -0.005 0
Si 2.674 21.76 13.512 0.005 -0.007 0.01
Si 0.017 29.958 13.638 0.013 -0.006 0.005
Si 2.759 27.218 13.546 0.003 0.015 -0.01
Si 0.005 35.38 13.656 0.019 -0.012 -0.007
Si 2.713 32.655 13.648 -0.002 -0.01 -0.017
Si -0.022 40.846 13.716 0.006 -0.013 -0.009
Si 2.714 38.09 13.618 0.008 0.008 0.004
Si 0.023 46.338 13.655 -0.004 0.026 -0.014
Si 2.73 43.559 13.678 -0.021 0.013 0.003
Si 0.024 51.744 13.705 0.018 0 0.024
Si 2.761 49.041 13.724 -0.007 -0.009 0.007
Si 0.021 57.21 13.611 0.001 0.016 0.01
Si 2.622 54.422 13.513 -0.018 -0.031 -0.004
Si 0.023 62.576 13.616 0.013 -0.002 -0.003
Si 2.731 59.875 13.616 -0.006 0.014 -0.019
Si 5.475 2.711 13.643 -0.011 -0.013 -0.002
Si 8.199 -0.003 13.614 -0.002 0.007 -0.002
Si 5.44 8.063 13.627 0.005 -0.014 -0.014
Si 8.141 5.397 13.711 -0.02 0.031 0.02
Si 5.372 13.55 13.481 -0.013 0.001 0
Si 8.136 10.809 13.527 -0.002 0.003 -0.004
Si 5.418 18.999 13.498 -0.016 -0.013 0.005
Si 8.133 16.308 13.508 -0.017 0.005 0.012
Si 5.469 24.503 13.536 -0.009 0.033 0.008
Si 8.168 21.799 13.514 0.013 0.002 0.006
Si 5.463 29.954 13.588 -0.009 -0.004 -0.015
Si 8.218 27.225 13.569 0.002 -0.011 -0.004
Si 5.432 35.359 13.642 -0.009 -0.006 -0.002
Si 8.184 32.674 13.634 -0.012 -0.016 0.006
Si 5.453 40.83 13.686 -0.012 -0.041 0.015
Si 8.175 38.112 13.71 0.004 -0.006 0.014
Si 5.462 46.322 13.771 0.005 -0.012 0.008
Si 8.149 43.64 13.711 0.007 -0.01 0.011
Si 5.428 51.707 13.645 -0.006 -0.023 -0.014
Si 8.161 49.035 13.631 -0.008 0.012 -0.008
Si 5.435 57.138 13.623 0.015 0.009 -0.014
Si 8.16 54.483 13.605 0 0.015 -0.013
Si 5.447 62.565 13.58 -0.009 0.008 -0.007
Si 8.176 59.854 13.624 -0.028 -0.004 0.019
Si 10.918 2.661 13.688 0.03 -0.013 0.012
Si 13.618 -0.024 13.65 0.01 0.001 -0.01
Si 10.843 8.127 13.619 -0.033 0.03 -0.008
Si 13.621 5.407 13.66 0.009 0.018 -0.005
Si 10.824 13.585 13.551 0.008 0.002 0.018
Si 13.565 10.865 13.556 -0.002 0.014 -0.006
Si 10.891 19.072 13.514 0.017 0.004 0.001
Si 13.558 16.374 13.51 -0.007 0.005 -0.004
Si 10.917 24.544 13.551 -0.002 0.004 -0.004
Si 13.622 21.787 13.502 0.022 -0.016 -0.013
Si 10.893 29.973 13.62 0.001 -0.006 0.002
Si 13.622 27.224 13.605 -0.003 -0.005 0.004
Si 10.915 35.447 13.694 0.013 0.015 -0.008
Si 13.619 32.714 13.655 -0.018 0.004 -0.009
Si 10.835 40.863 13.635 -0.003 -0.003 0.008
Si 13.619 38.13 13.685 0.013 -0.016 -0.002
Si 10.897 46.315 13.648 0.007 -0.011 0.009
Si 13.658 43.617 13.648 0.013 -0.035 0.006
Si 10.926 51.743 13.627 -0.002 0 -0.021
Si 13.631 49.057 13.648 -0.02 0.003 -0.003
Si 10.928 57.15 13.582 -0.018 -0.009 0.001
Si 13.652 54.468 13.645 0.002 0.007 0.017
Si 10.902 62.578 13.592 0.017 0.004 -0.002
Si 13.631 59.892 13.612 -0.012 0.039 0.013
Si 1.399 4.06 15.065 0.004 0.012 0.021
Si 4.122 1.286 14.921 -0.035 0.011 -0.017
Si 1.334 9.503 14.973 -0.008 0.006 0.002
Si 4.098 6.742 15.057 0.016 0.003 0.016
Si 1.296 15.009 14.767 -0.029 0.022 -0.007
Si 4.031 12.204 14.875 0.001 0.012 0.017
Si 1.32 20.414 14.913 0.005 -0.011 0.006
Si 4.031 17.645 14.85 0.011 0.02 0.013
Si 1.39 25.847 14.883 0.006 -0.015 0.018
Si 4.069 23.104 14.821 -0.002 0.024 -0.014
Si 1.351 31.32 15.044 -0.001 0.018 0.031
Si 4.12 28.558 14.926 0.004 -0.008 0.011
Si 1.387 36.722 14.995 0.036 0.036 0.009
Si 4.07 34.004 15.024 -0.003 0.023 0.001
Si 1.35 42.224 15.048 -0.014 -0.012 0.048
Si 4.071 39.416 14.987 0.007 -0.005 -0.046
Si 1.366 47.677 15.049 -0.02 -0.007 -0.007
Si 4.079 44.887 15.07 0.021 -0.031 0.007
Si 1.405 53.122 15.053 0.035 0.022 0.02
Si 4.139 50.367 15.131 0.014 -0.012 0.027
Si 1.404 58.518 15.017 0.018 -0.01 0.01
Si 3.947 55.752 14.838 0.013 0.036 0.003
Si 1.414 63.917 14.967 -0.002 0.004 0.001
Si 4.097 61.229 14.979 -0.006 -0.034 -0.009
Si 6.75 4.075 15.119 -0.042 -0.045 0.056
Si 9.568 1.282 15.065 -0.045 -0.036 0.017
Si 6.863 9.401 14.923 0.036 -0.005 0
Si 9.513 6.792 15.056 -0.008 0.027 0.01
Si 6.707 14.941 14.797 0.015 -0.002 -0.027
Si 9.422 12.217 14.882 -0.009 -0.005 0.018
Si 6.795 20.377 14.795 0.023 0.001 -0.025
Si 9.527 17.677 14.829 0.002 0.014 0.002
Si 6.86 25.847 14.905 -0.002 -0.009 0.011
Si 9.523 23.192 14.864 -0.003 0.011 -0.025
Si 6.81 31.304 14.977 -0.006 -0.01 0.004
Si 9.567 28.565 14.973 -0.002 0.001 0.003
Si 6.758 36.725 15.013 0.006 0.01 0.002
Si 9.527 34.067 14.999 0.006 0.015 -0.01
Si 6.788 42.239 15.038 -0.027 0.004 -0.005
Si 9.544 39.496 15.074 0.042 0.035 0.032
Si 6.83 47.765 15.098 0.019 0.031 0.004
Si 9.501 45.048 15.059 0.013 0.008 0
Si 6.808 53.09 14.928 0.014 -0.009 0.028
Si 9.583 50.338 14.95 0.052 -0.012 0.018
Si 6.821 58.482 14.996 -0.033 -0.002 -0.013
Si 9.57 55.814 14.952 0.019 -0.013 -0.014
Si 6.795 63.961 14.904 -0.034 -0.026 -0.005
Si 9.563 61.23 14.975 -0.009 -0.019 0.017
Si 12.293 4.035 15.051 -0.007 -0.05 0.018
Si 14.979 1.351 15.019 -0.026 0.013 0.005
Si 12.203 9.521 14.931 0.033 0.01 -0.008
Si 15.006 6.783 15.001 0.014 0.008 0.015
Si 12.182 15.014 14.844 -0.013 0.005 -0.024
Si 14.906 12.269 14.879 -0.008 0.001 0.012
Si 12.275 20.438 14.866 0.005 -0.016 0.02
Si 14.908 17.744 14.879 -0.004 0.019 -0.004
Si 12.276 25.857 14.985 0.007 0 0.014
Si 14.979 23.119 14.883 -0.028 0 -0.018
Si 12.222 31.369 14.992 -0.019 0.02 -0.003
Si 15.002 28.553 14.976 0.023 -0.007 0.006
Si 12.244 36.845 15.103 -0.031 0.005 -0.051
Si 14.937 34.094 15.056 0.037 0.033 0.03
Si 12.221 42.257 14.896 0.017 0.055 -0.009
Si 14.972 39.447 15.087 -0.025 0 0.071
Si 12.297 47.656 14.971 0.019 0.004 -0.018
Si 15.008 44.999 15.027 0.031 -0.006 0.012
Si 12.3 53.084 14.992 -0.032 -0.013 -0.015
Si 14.984 50.374 15.058 0.031 0.001 0.037
Si 12.29 58.499 14.955 0.014 -0.033 0.019
Si 15.019 55.863 14.995 -0.005 -0.014 -0.003
Si 12.265 63.901 14.987 0.026 0.021 -0.029
Si 14.989 61.241 15.002 0.001 -0.022 -0.003
Si 0.029 -0.063 16.289 0.022 0.035 -0.005
Si 2.811 2.61 16.308 0.009 -0.045 -0.015
Si 0.038 5.463 16.441 -0.003 0.039 0.021
Si 2.719 8.142 16.343 0.001 0.053 -0.026
Si -0.062 10.931 16.249 0.009 -0.011 -0.014
Si 2.609 13.648 16.109 0.05 -0.018 0.005
Si -0.048 16.35 16.151 0.004 -0.015 0.022
Si 2.711 19.027 16.213 -0.025 0.014 0.025
Si -0.066 21.756 16.294 0.01 -0.014 0.003
Si 2.724 24.432 16.202 -0.014 -0.014 -0.009
Si 0.085 27.174 16.319 -0.003 0.049 0.022
Si 2.768 29.892 16.316 -0.014 -0.002 -0.038
Si -0.065 32.701 16.403 0.038 0.016 -0.027
Si 2.704 35.364 16.396 -0.01 -0.001 -0.034
Si 0.078 38.044 16.415 0.001 -0.01 0.021
Si 2.716 40.783 16.315 -0.067 -0.073 -0.045
Si 0.029 43.66 16.404 0.009 0.032 0.006
Si 2.707 46.276 16.376 -0.008 -0.003 -0.015
Si 0.004 49.004 16.446 -0.028 -0.047 -0.006
Si 2.771 51.754 16.456 -0.054 0.002 0.026
Si 0.066 54.548 16.382 0.03 0.036 -0.008
Si 2.737 57.082 16.37 -0.049 0.002 -0.003
Si 0.065 59.922 16.352 -0.009 0.015 0.031
Si 2.82 62.636 16.383 0.015 -0.008 0.004
Si 5.455 -0.05 16.326 -0.033 0.006 -0.006
Si 8.189 2.687 16.385 0.029 -0.056 0.02
Si 5.375 5.434 16.601 0 0.053 0.026
Si 8.136 8.112 16.497 -0.029 -0.034 0.044
Si 5.47 10.791 16.13 -0.027 0.037 0.046
Si 8.021 13.61 16.175 0.013 -0.02 0.019
Si 5.349 16.233 16.192 0.007 -0.025 0.034
Si 8.168 19.041 16.141 -0.025 0.014 0.014
Si 5.401 21.691 16.122 -0.009 -0.051 -0.003
Si 8.168 24.47 16.308 0.011 0.018 -0.016
Si 5.519 27.205 16.264 0.032 0.035 -0.015
Si 8.173 29.917 16.301 0.023 -0.053 -0.006
Si 5.457 32.659 16.37 0.013 -0.027 -0.005
Si 8.155 35.416 16.369 0.005 -0.004 0.005
Si 5.342 38.011 16.387 -0.078 -0.028 0.007
Si 8.145 40.868 16.366 0.055 0.019 0.063
Si 5.422 43.531 16.471 -0.038 -0.04 0.047
Si 8.216 46.485 16.484 0.093 0.015 -0.01
Si 5.514 49.049 16.599 0.012 -0.011 0.009
Si 8.231 51.743 16.212 -0.003 0.037 -0.021
Si 5.228 54.33 16.152 -0.312 -0.448 -0.329
Si 8.353 57.267 16.329 0.035 0.011 0.002
Si 5.408 59.811 16.327 0.002 0.027 0.001
Si 8.133 62.619 16.242 0.013 0.022 0.062
Si 10.926 -0.16 16.435 -0.014 -0.018 0.035
Si 13.649 2.682 16.473 0.031 0.041 -0.021
Si 10.948 5.46 16.366 0.04 -0.003 0.001
Si 13.63 8.213 16.276 0.037 -0.016 -0.038
Si 10.777 10.869 16.244 0.004 -0.011 0.031
Si 13.518 13.664 16.187 0.026 0.004 -0.004
Si 10.85 16.352 16.249 0.017 0.005 0.021
Si 13.588 19.102 16.307 0.017 0.019 0.01
Si 10.938 21.863 16.148 0.006 0.002 -0.031
Si 13.687 24.469 16.292 -0.024 0.019 -0.027
Si 10.898 27.189 16.384 0.005 -0.008 0.005
Si 13.559 29.913 16.255 0 0.003 -0.008
Si 10.898 32.784 16.4 -0.018 -0.012 0.024
Si 13.63 35.533 16.464 -0.049 0.031 0.009
Si 10.935 38.229 16.549 0.035 -0.021 0.022
Si 13.457 40.85 16.27 0.029 -0.122 0.019
Si 10.965 43.682 16.264 0.002 -0.01 -0.018
Si 13.676 46.391 16.385 -0.002 0.054 0.02
Si 10.934 48.958 16.326 -0.09 0.026 -0.032
Si 13.645 51.761 16.415 0.023 -0.008 0.043
Si 10.929 54.455 16.301 0.004 0.011 -0.023
Si 13.675 57.215 16.385 -0.008 0.033 0.015
Si 10.983 59.877 16.322 0.057 0.005 -0.017
Si 13.628 62.597 16.39 -0.036 -0.023 0.043
Si 0.322 2.7 19.033 0.005 0.009 -0.002
Si 4.061 3.861 17.867 0.091 -0.152 0.025
Si 1.337 6.946 17.806 -0.034 -0.086 0.099
Si 4.139 9.53 17.57 0.005 -0.038 -0.011
Si 1.285 12.353 17.526 -0.036 -0.003 -0.006
Si 3.953 14.871 17.57 0.019 0.027 -0.022
Si 1.304 17.682 17.527 -0.005 0.013 -0.001
Si 4.114 20.361 17.562 0.024 0.013 0.013
Si 1.362 23.082 17.59 -0.056 0.037 -0.011
Si 4.173 25.735 17.488 0.037 -0.027 0.018
Si 1.45 28.528 17.712 -0.008 -0.008 0.001
Si 4.131 31.22 17.691 0.03 -0.037 0.04
Si 1.279 34.1 17.769 -0.021 0.026 0.039
Si 4.002 36.651 17.89 0.061 0.008 0.043
Si 1.449 39.426 17.75 0.082 0.042 -0.004
Si 4.013 42.022 17.769 0.085 0.012 -0.035
Si 1.412 44.984 17.86 0.002 0.028 0.085
Si 4.054 47.529 17.813 0.039 -0.036 0.05
Si 1.323 50.44 17.753 0.008 0.012 -0.01
Si 4.163 53.109 17.831 0.05 -0.023 0.06
Si 1.402 55.827 17.884 -0.005 -0.05 0.004
Si 4.147 58.368 17.724 0.034 0.006 -0.041
Si 1.44 61.295 17.706 -0.003 -0.047 -0.005
Si 4.194 63.963 17.828 0.036 -0.017 0.018
Si 5.672 2.634 19.133 -0.119 0.065 -0.014
Si 9.543 4.128 17.691 -0.021 -0.01 0.034
Si 6.779 6.804 18.041 -0.009 0.009 0.014
Si 9.557 9.536 17.777 0.034 0.041 0.006
Si 6.692 12.208 17.513 -0.014 -0.021 0.013
Si 9.364 15 17.489 -0.023 -0.015 0.046
Si 6.763 17.632 17.411 0.003 0.011 -0.008
Si 9.585 20.462 17.387 -0.012 0.031 -0.005
Si 6.766 22.972 17.484 0.043 0.045 0.034
Si 9.492 25.82 17.75 -0.017 0.026 -0.006
Si 6.845 28.551 17.712 -0.01 0.059 -0.028
Si 9.508 31.319 17.623 0.011 0.03 -0.018
Si 8.14 32.633 19.034 0.019 -0.048 -0.001
Si 9.422 36.858 17.754 -0.017 0.037 0.019
Si 6.672 39.459 17.623 -0.013 0.05 -0.002
Si 9.655 42.283 17.551 -0.058 -0.018 -0.009
Si 6.766 45.098 17.681 -0.025 -0.018 -0.001
Si 9.657 47.79 17.954 0.012 0.009 0.078
Si 7.016 50.547 17.799 -0.045 0.01 0.023
Si 9.596 53.035 17.6 -0.017 -0.001 0.003
Si 7.164 56.049 17.89 0.476 0.147 0.396
Si 9.598 58.62 17.742 -0.018 0.044 -0.012
Si 6.786 61.237 17.554 0.003 -0.062 -0.026
Si 9.458 63.818 17.78 0.015 -0.002 -0.027
Si 12.252 1.256 17.788 0.053 -0.03 -0.001
Si 15.079 4.053 17.839 -0.025 -0.047 -0.077
Si 12.39 6.827 17.672 -0.022 0.008 -0.063
Si 14.838 9.705 17.639 -0.002 0.01 0.011
Si 12.023 12.397 17.487 -0.011 0.05 0.008
Si 14.927 15.003 17.506 -0.008 0.005 0.007
Si 12.216 17.722 17.635 -0.008 -0.017 -0.015
Si 14.912 20.458 17.767 -0.015 -0.027 0.014
Si 12.252 23.161 17.61 -0.002 0.031 0.021
Si 15.122 25.744 17.677 0.048 -0.067 0.026
Si 12.317 28.557 17.715 -0.03 -0.024 -0.006
Si 14.832 31.275 17.634 -0.001 0.034 0.041
Si 12.199 34.262 17.822 0.014 -0.015 0.002
Si 15.002 36.865 17.91 0.048 0.049 0.048
Si 12.278 39.68 18.002 0.033 0.051 0.062
Si 14.812 42.261 17.463 -0.053 0.049 -0.015
Si 12.259 45.066 17.669 -0.081 0.017 0.041
Si 15.008 47.658 17.89 0.039 -0.003 -0.026
Si 12.254 50.303 17.67 -0.035 -0.014 -0.024
Si 15.008 53.236 17.696 -0.028 0.05 -0.004
Si 12.255 55.813 17.66 -0.016 0.05 -0.018
Si 15.095 58.565 17.755 -0.047 0.02 -0.026
Si 12.437 61.064 17.735 0.338 -0.161 -0.453
Si 14.997 63.996 17.695 -0.028 0.042 -0.031
Si 1.44 1.227 17.615 -0.068 0.061 -0.105
Si 0.079 -2.611 19.038 0.061 -0.026 0.031
Si -0.027 8.534 19.02 -0.245 -0.363 -0.231
Si 2.472 3.604 19.713 0.105 -0.032 0.015
Si -0.104 13.674 18.933 0.003 -0.001 0.059
Si 3.111 11.353 18.586 -0.014 -0.062 0.014
Si 0.036 19.041 18.996 0.015 -0.008 0.045
Si 2.571 16.23 18.873 -0.032 -0.023 0.069
Si 0.26 24.489 19.127 0.205 0.427 -0.382
Si 3.837 23.049 20.248 0.113 0.02 -0.668
Si -0.071 29.919 18.92 0.007 -0.043 0.042
Si 4.462 28.246 20.352 -0.333 0.255 -0.215
Si -0.02 35.432 19.328 -0.013 -0.037 0.003
Si 2.613 32.527 18.875 0.003 0.036 0.044
Si -0.316 40.685 18.656 -0.009 -0.056 -0.156
Si 2.612 37.999 19.357 -0.081 0.058 0.067
Si -0.022 46.253 19.345 0.023 0.004 0.06
Si 2.608 43.322 19.107 -0.036 0.013 -0.047
Si 0.006 51.908 19.087 0.042 -0.043 -0.023
Si 2.672 48.996 19.02 -0.403 -0.232 -0.312
Si 0.03 57.261 19.228 0.027 -0.023 -0.068
Si 2.862 54.495 19.242 -0.038 0.036 0.005
Si 1.206 64.221 20.463 0.131 0.018 -0.589
Si 2.777 59.827 18.991 0.014 -0.019 -0.036
Si 6.849 1.239 17.691 -0.008 -0.005 0.075
Si 8.202 -0.053 19.099 -0.018 -0.071 0.035
Si 5.364 8.392 19.256 -0.025 0.059 0.145
Si 8.33 5.386 19.311 0.027 0.027 -0.022
Si 5.31 12.794 20.992 0.227 0.361 -0.4
Si 6.701 9.975 20.407 -0.147 -0.049 -0.673
Si 5.449 18.89 18.837 -0.027 0.052 0.047
Si 8.014 16.32 18.867 0.362 0.338 -0.22
Si 5.327 24.178 18.843 -0.433 -0.27 -0.362
Si 8.065 21.522 18.773 -0.213 -0.48 -0.458
Si 5.522 29.925 19.122 0.033 0.004 -0.029
Si 8.183 27.206 19.145 -0.045 0.056 0.084
Si 3.567 33.539 20.659 -0.063 -0.292 -0.585
Si 6.808 34.043 17.732 -0.021 0.011 0.007
Si 6.464 41.733 20.312 -0.343 -0.461 0.255
Si 7.985 38.233 19.062 0.04 -0.062 0.002
Si 5.24 45.974 19.26 -0.337 -0.419 -0.384
Si 8.162 43.602 18.72 0.377 0.373 -0.441
Si 6.168 52.416 19 -0.036 -0.04 0.033
Si 8.064 49.658 21.352 0.161 0.034 -0.692
Si 5.743 57.327 19.215 0.034 -0.053 -0.033
Si 7.978 54.077 18.928 -0.012 0.047 0.088
Si 5.634 62.558 19.113 0.002 0.001 0.038
Si 8.235 60.116 18.993 -0.008 0.029 0.059
Si 10.761 2.62 18.991 -0.387 -0.212 -0.442
Si 13.755 0.034 19.181 0.275 0.362 -0.283
Si 10.031 6.624 20.477 -0.4 0.365 -0.227
Si 13.812 5.604 19.12 -0.017 0.031 0.049
Si 10.583 13.629 18.898 -0.208 -0.38 -0.316
Si 13.383 11.159 18.834 0.023 0.031 -0.026
Si 10.803 19.148 18.848 -0.023 -0.017 -0.009
Si 13.719 16.437 18.902 -0.001 -0.037 0.063
Si 11.104 24.68 19.008 0.151 0.281 -0.484
Si 13.434 21.796 19.119 0.049 0.038 0.071
Si 10.832 29.918 18.959 0.017 -0.003 0.06
Si 13.853 27.208 18.947 -0.041 -0.011 0.057
Si 10.73 35.651 19.246 -0.174 -0.423 -0.234
Si 13.35 32.568 18.988 -0.301 -0.298 -0.423
Si 10.74 41.097 19.257 -0.001 0.006 0.053
Si 14.377 38.951 19.069 -0.069 0.016 -0.155
Si 10.068 44.697 20.768 0.633 -0.143 -0.277
Si 13.503 43.578 18.931 0.095 -0.038 -0.03
Si 10.71 51.47 18.962 -0.076 -0.017 -0.01
Si 13.673 49.146 19.165 0.047 0.002 -0.007
Si 10.916 57.165 19.026 0.342 0.294 -0.282
Si 13.537 54.457 19.088 0.017 -0.029 -0.064
Si 9.875 61.928 19.24 -0.494 0.018 0.062
Si 13.814 59.912 19.209 0.045 -0.031 -0.032
Si 1.913 5.834 19.88 0.086 -0.21 -0.502
Si 3.921 1.725 20.386 -0.061 0.223 -0.488
Si 2.123 10.464 20.46 0.295 0.286 -0.524
Si 3.886 8.003 21.067 0.368 0.07 -0.636
Si 1.005 15.203 20.307 0.07 -0.088 -0.683
Si 4.815 13 18.721 0.014 0.014 -0.016
Si 1.736 20.004 20.261 -0.297 0.208 -0.665
Si 3.892 17.677 20.068 0.173 -0.101 -0.681
Si 1.96 25.551 20.383 -0.357 0.395 -0.118
Si 2.655 21.638 18.886 0.038 -0.04 0.063
Si 1.126 31.354 20.227 0.015 0.099 -0.607
Si 2.971 27.093 18.926 -0.022 0.066 0.068
Si 0.769 37.19 20.698 -0.167 0.206 -0.46
Si 5.565 35.373 19.237 0.101 0.323 -0.372
Si 0.611 42.414 20.005 -0.206 0.082 -0.488
Si 4.54 38.61 20.621 0.203 -0.33 -0.658
Si 1.239 47.937 20.531 -0.22 -0.148 -0.671
Si 6.114 47.325 21.892 0.018 0.092 0.127
Si 1.581 52.92 20.534 0.042 0.191 -0.766
Si 3.555 50.542 21.433 -0.019 0.02 -0.048
Si 1.153 58.988 20.506 0.119 -0.317 -0.705
Si 4.414 55.813 20.524 0.278 -0.484 -0.164
Si 2.804 65.366 19.141 0.001 0.031 0.042
Si 4.445 60.885 20.227 0.306 -0.137 -0.429
Si 7.371 3.563 20.568 -0.041 0.069 0.088
Si 9.01 1.806 20.3 0.049 0.024 -0.059
Si 8.115 11.028 18.95 0.006 0.026 0.006
Si 11.091 8.174 19.063 0.016 0.005 0.064
Si 6.928 14.543 21.156 -0.267 -0.333 -0.012
Si 9.177 12.545 20.399 0.078 -0.076 -0.773
Si 7.22 19.77 20.07 0.223 -0.398 -0.552
Si 9.096 18.081 20.04 -0.426 0.179 -0.405
Si 6.811 26.184 20.749 0.286 0.322 -0.347
Si 9.856 22.715 21.049 0.032 -0.127 -0.026
Si 7.106 31.061 20.475 -0.23 0.173 -0.656
Si 9.336 28.834 20.324 0.063 -0.178 -0.744
Si 6.554 37.061 20.556 -0.251 0.21 -0.382
Si 9.646 33.855 20.311 0.011 0.281 -0.719
Si 5.121 40.363 19.119 -0.113 -0.162 0.016
Si 8.951 39.941 20.371 0.045 0.093 -0.658
Si 4.354 44.047 20.564 0.026 -0.002 -0.664
Si 10.983 46.271 19.282 -0.322 -0.12 -0.397
Si 6.223 52.006 21.316 0.022 0.112 -0.703
Si 8.806 49.711 19.119 0.104 0.031 0.044
Si 6.312 59.307 20.374 -0.008 0.235 -0.624
Si 9.161 55.017 20.736 -0.19 -0.356 -0.467
Si 7.204 63.728 20.541 0.02 -0.059 -0.602
Si 9.813 62.281 21.496 -0.084 -0.185 -0.507
Si 12.458 4.606 20.725 0.252 0.429 -0.25
Si 15.424 1.269 20.516 -0.295 0.402 -0.069
Si 12.301 9.777 20.344 -0.506 0.116 -0.181
Si 15.448 6.804 20.347 -0.242 0.276 -0.725
Si 12.691 15.169 20.517 0.301 0.223 -0.492
Si 14.543 12.668 20.204 0.07 -0.022 -0.756
Si 11.966 20.496 20.439 0.373 -0.321 -0.085
Si 15.23 17.523 20.307 -0.025 0.07 -0.653
Si 12.607 25.865 20.326 -0.055 0.252 -0.692
Si 14.352 23.254 20.74 -0.188 -0.439 -0.457
Si 11.749 31.536 20.331 0.176 -0.206 -0.772
Si 15.221 28.428 20.349 0.303 -0.109 -0.62
Si 13.602 38.196 22.586 0.494 0.221 -0.288
Si 15.53 33.771 20.866 0.404 0.361 -0.44
Si 11.795 42.875 20.453 -0.35 0.251 -0.513
Si 15.393 38.889 21.238 0.007 -0.133 0.084
Si 12.915 48.022 21.101 0.156 0.306 -0.406
Si 15.323 44.243 20.251 0.168 0.063 -0.553
Si 11.512 53.341 22.237 0.114 -0.607 -0.035
Si 14.443 51.085 20.21 -0.19 0.19 -0.53
Si 12.462 58.35 20.345 -0.123 0.07 -0.662
Si 15.812 54.8 25.102 -0.076 -0.125 0.121
Si 12.241 64.316 21.569 -0.016 -0.152 -0.093
Si 15.318 61.296 20.528 -0.327 0.143 -0.647
Si -4.168 2.035 24.01 -0.108 -0.093 0.036
Si -1.899 2.686 22.313 0.207 -0.356 -0.601
Si 10.3 12.918 29.465 0.061 0.014 0.033
Si 1.98 13.454 25.233 0.039 0.14 -0.03
Si 4.483 15.366 25.266 0.103 0.043 -0.065
Si 3.273 19.194 29.206 -0.083 -0.133 0.137
Si 1.979 25.491 24.544 -0.002 -0.007 0.016
Si 0.606 53.927 30.007 -0.219 0.146 0.569
Si -1.442 47.493 23.451 -0.061 -0.1 -0.14
Si -7.205 39.48 26.639 -0.04 -0.004 -0.075
Si -0.585 51.046 29.9 -0.077 0.101 0.058
Si 15.114 50.467 26.824 -0.151 0.127 -0.021
Si 2.641 42.756 27.055 0.045 0.016 -0.074
Si -2.896 72.017 26.817 0.061 0.037 -0.061
Si 9.262 55.016 29.506 0.041 -0.029 -0.008
Si 9.941 0.273 24.856 0.065 0.073 -0.061
Si 27.069 -15.921 22.997 0.109 0.552 0.188
Si 12.299 9.394 26.449 0.04 -0.037 -0.031
Si 14.492 21.802 23.587 0.049 -0.046 -0.061
Si -9.369 23.456 28.258 0.075 0.038 0.06
Si 2.766 8.955 28.737 0.147 0.063 0.022
Si 4.834 19.342 23.927 0.011 -0.042 -0.073
Si 2.17 4.211 29.203 -0.077 -0.184 -0.092
Si -9.169 28.675 27.943 -0.024 -0.061 -0.002
Si -16.656 50.024 22.518 0.108 -0.066 -0.093
Si 24.042 43.42 25.25 -0.019 -0.024 -0.047
Si -4.752 40.003 30.212 -0.133 -0.439 0.407
Si 20.829 39.181 23.759 -0.111 -0.015 -0.137
Si 24.732 45.656 23.233 0.186 0.127 0.003
Si 5.296 36.88 28.858 0.097 0.069 0.116
Si 12.53 52.599 20.231 -0.026 -0.105 0.02
Si 5.444 21.204 29.097 -0.023 -0.034 0.004
Si 16.952 -0.963 24.918 -0.114 0.045 -0.082
Si 3.992 36.268 24.637 -0.023 0.015 -0.027
Si 19.262 11.457 27.31 0.067 -0.057 0.033
Si 13.264 19.307 22.119 -0.255 0.382 -0.519
Si 20.931 7.345 24.041 -0.054 0.106 -0.027
Si 30.089 22.333 26.45 0.173 0.001 0.041
Si 23.863 25.071 25.712 -0.1 0.144 -0.026
Si 9.75 15.917 24.818 -0.084 -0.101 0.026
Si 1.139 32.935 24.413 0.014 -0.045 -0.106
Si 12.973 33.78 27.132 -0.014 0.081 -0.066
Si 22.847 31.587 23.55 0.013 0.063 -0.187
Si 3.208 44.039 23.433 -0.04 -0.004 0.021
Si 10.276 42.459 26.567 -0.055 -0.066 0.022
Si -1.304 75.268 27.688 -0.041 -0.059 -0.052
Si 10.255 57.195 27.616 0.046 0.021 -0.007
Si 10.254 66.607 22.169 -0.43 0.104 -0.417
Si 2.585 57.27 22.33 -0.009 0.056 0.193
Si 24.945 -1.96 26.259 -0.027 -0.092 -0.018
Si 11.298 15.76 28.964 0.102 -0.025 0.164
Si -4.146 11.113 23.871 -0.294 -0.143 -0.528
Si 3.695 18.197 26.413 -0.026 0.043 -0.058
Si -7.034 27.391 24.941 0.034 0 0.006
Si 3.66 31.59 23.198 0.056 -0.072 -0.007
Si -4.526 48.423 30.078 -0.471 0.286 0.444
Si -7.726 35.716 22.59 -0.138 0.08 -0.144
Si 2.434 41.386 32.149 0.037 -0.326 0.749
Si -2.832 44.992 27.354 -0.095 0.158 -0.127
Si 1.276 46.258 24.463 -0.048 0.044 -0.081
Si 8.512 49.816 27.263 0.03 0.082 -0.028
Si 12.449 52.163 26.233 -0.002 0.109 0.039
Si 0.62 64.208 29.919 -0.22 0.312 0.483
Si -8.147 -12.136 24.869 0.029 -0.039 0.067
Si 12.264 -1.648 30.118 0.358 -0.231 0.486
Si 15.938 7.672 25.833 0.072 0.039 0.032
Si 25.177 8.101 21.934 0.404 -0.29 -0.507
Si 5.416 16.641 22.663 0.085 0.107 -0.016
Si 15.972 8.026 22.94 0.054 -0.024 0.01
Si 0.166 22.535 27.592 -0.028 0.077 0.069
Si 10.128 28.693 27.484 0.173 0.039 -0.006
Si -13.545 37.913 29.958 0.051 0.027 0.055
Si 1.757 24.535 29.595 0.326 -0.301 0.361
Si 11.656 38.417 27.482 0.006 0.018 0.144
Si 5.104 34.667 26.772 -0.04 -0.021 0.036
Si 4.935 54.415 22.437 -0.183 0.189 -0.515
Si 7.428 41.623 30.346 0.403 -0.389 0.401
Si 5.039 63.44 24.295 0.085 -0.111 -0.087
Si 5.688 49.544 28.017 0.123 0.133 0.117
Si 10.702 57.217 24.666 0.037 0.008 -0.082
Si -3.132 57.202 28.523 -0.005 0.025 0.115
Si 20.386 56.111 24.663 0.027 -0.043 -0.1
Si 6.998 3.121 22.953 0.013 0.252 -0.568
Si 19.058 -5.477 27.371 -0.055 0.004 0.082
Si 8.737 4.243 25.303 -0.048 -0.03 -0.134
Si 16.995 6.55 33.163 -0.14 -0.317 0.515
Si 17.224 19.73 30.54 0.294 -0.208 0.361
Si 11.191 17.156 22.336 0.105 0.048 -0.205
Si -6.77 22.918 29.844 0.042 -0.181 -0.008
Si 0.449 31.7 28.851 0.097 -0.037 0.043
Si 0.007 15.612 26.247 -0.015 -0.052 0.19
Si 5.865 46.12 30.482 0.12 0.026 0.154
Si 22.077 52.156 26.254 0.154 0.053 0.025
Si 13.077 42.7 25.382 0.002 -0.088 -0.017
Si 18.418 35.304 22.556 -0.054 0.026 0.056
Si 19.625 53.359 24.669 0.108 0.055 -0.165
Si 11.018 50.759 28.615 0.018 -0.002 -0.017
Si -3.06 -5.172 27.843 -0.011 -0.039 0.041
Si 4.236 -8.164 27.43 0.082 0.002 0.091
Si 5.186 2.647 25.227 0.024 0.105 -0.032
Si 17.337 14.983 29.104 -0.003 -0.057 -0.098
Si -8.566 9.168 26.509 -0.033 0.062 0.057
Si 1.117 22.478 24.68 -0.123 0.145 0.007
Si -13.607 -3.081 22.543 0.03 -0.102 -0.177
Si 19.182 29.117 21.848 -0.025 -0.753 -0.172
Si 15.649 38.138 27.192 0.056 -0.036 0.008
Si 6.626 28.65 24.796 -0.001 0.005 0.01
Si -6.745 34.42 30.172 -0.233 -0.012 0.537
Si -5.595 51.654 23.683 0.139 -0.141 -0.662
Si 9.518 47.867 25.247 0.035 0.11 -0.047
Si -8.603 67.147 26.542 0.022 -0.048 0.027
Si 16.302 40.826 22.396 -0.129 -0.428 -0.401
Si 0.742 -6.709 29.385 -0.056 -0.095 -0.004
Si 14.509 -2.521 28.448 0.001 0.012 -0.134
Si 0.28 3.703 24.442 -0.077 0.012 0.101
Si 14.599 10.424 22.193 -0.214 -0.055 -0.132
Si -1.177 19.92 27.4 -0.034 0.071 0.151
Si -4.495 4.009 26.125 -0.128 0.014 0.058
Si -1.813 18.364 29.939 -0.053 -0.097 -0.034
Si 13.656 14.741 27.341 -0.135 0.103 -0.033
Si -2.027 31.182 27.281 -0.042 -0.022 0.112
Si 0.107 38.792 29.909 -0.258 0.112 0.627
Si 4.691 26.519 25.344 -0.079 -0.045 0.021
Si 2.263 41.267 24.344 -0.015 0.02 -0.092
Si 6.838 40.397 25.245 -0.016 -0.052 0.162
Si -4.989 46.975 27.481 0.023 0.002 0.002
Si 6.994 31.064 29.425 -0.038 0.078 0.044
Si -19.905 54.9 24.722 -0.17 -0.179 -0.016
Si 5.712 65.738 22.467 -0.043 0.088 -0.17
Si 1.69 6.532 24.279 -0.002 0.086 0.033
Si 17.619 -3.863 25.061 -0.011 0.006 -0.082
Si 7.672 4.618 29.551 0.187 -0.029 -0.004
Si 14.55 31.554 24.399 -0.03 0.161 -0.136
Si 12.978 3.711 28.683 0.042 0.006 -0.035
Si 10.578 5.594 29.598 -0.204 -0.053 0.617
Si 2.352 13.001 22.145 0.016 0.025 -0.195
Si 5.829 21.614 22.231 -0.02 -0.038 -0.123
Si -1.653 12.494 30.925 -0.044 -0.397 0.185
Si 13.859 35.192 23.047 0.08 -0.171 -0.112
Si 18.585 33.622 27.333 0.011 0.029 -0.027
Si 3.16 47.883 22.765 0.058 0.071 -0.059
Si 16.823 51.914 24.811 -0.138 0.036 -0.067
Si 24.287 52.995 27.642 0.046 0.07 0.011
Si 6.05 58.75 29.428 -0.005 -0.072 0.044
Si 7.587 58.725 23.059 0.09 -0.085 0.009
Si 0.611 0.689 27.359 0.037 -0.033 -0.04
Si 14.654 -3.729 25.702 -0.017 0.06 0.104
Si -0.45 3.465 27.507 -0.037 0.009 0.046
Si 5.03 3.728 28.048 0.091 0.001 0.068
Si 6.544 26.149 29.676 0.043 0.017 0.022
Si -11.638 9.225 26.542 -0.074 -0.021 0.045
Si -8.857 14.679 26.093 0.104 0.156 -0.023
Si -7.382 16.976 27.323 -0.058 -0.136 0.024
Si 11.188 27.61 22.58 0.066 0.035 -0.064
Si -8.543 24.036 22.781 -0.022 0.103 -0.276
Si 12.079 23.849 28.422 0.027 -0.093 0.095
Si -5.635 37.741 21.662 -0.022 -0.098 -0.222
Si 18.735 26.508 27.31 0.049 -0.058 -0.004
Si 13.231 29.816 22.351 -0.059 -0.025 0.046
Si 10.422 59.876 28.895 0.141 -0.053 0.059
Si 1.431 36.228 26.533 -0.023 0.066 0.049
Si -0.89 45.093 29.579 0.104 -0.051 -0.007
Si 13.859 39.599 25.487 -0.087 0.026 -0.012
Si 5.592 60.956 27.617 -0.036 -0.031 -0.051
Si 6.01 66.263 28.769 0.151 0.014 0.126
Si 18.629 1.435 25.098 -0.019 -0.108 0.098
Si -8.779 6.952 24.455 -0.013 0.093 0.026
Si 23.116 12.278 31.245 -0.062 0.253 0.578
Si 17.666 27.162 22.037 0.549 0.182 -0.407
Si 10.829 10.463 22.066 0.662 0.056 -0.054
Si -6.2 42.691 29.522 -0.074 -0.039 -0.018
Si -3.686 29.441 28.936 -0.206 -0.045 0.01
Si 7.348 18.715 29.152 0.051 -0.122 0.189
Si 11.94 33.494 24.389 0.011 -0.079 -0.019
Si 7.914 33.388 27.634 0.102 0.067 0.124
Si 1.959 20.057 23.244 0.03 0.049 -0.098
Si -4.279 35.837 29.2 -0.025 0.063 0.03
Si 1.46 45.634 27.554 0.039 0.014 -0.004
Si 14.995 35.567 25.954 0.018 0.043 0.04
Si 9.483 62.555 29.077 0.018 0.089 0.056
Si 8.276 -9.377 23.375 0.053 -0.018 0.068
Si 8.956 12.1 26.883 0.006 0.096 0.006
Si 16.769 -10.238 22.317 -0.149 -0.05 -0.009
Si 10.428 -5.923 22.594 0.069 0.077 0.07
Si 26.297 8.462 28.344 0.006 -0.096 0.043
Si 11.492 13.448 25.558 -0.051 0.043 -0.125
Si 17.063 18.451 25.377 0.073 -0.022 0.062
Si 11.614 26.677 29.008 -0.016 -0.004 0.058
Si 17.258 28.56 29.148 -0.107 -0.101 0.093
Si 8.851 33.527 24.666 0.006 0.047 -0.102
Si 14.627 56.132 20.412 0.073 -0.105 -0.627
Si 6.612 39.7 28.139 0.048 -0.001 -0.087
Si 13.969 42.917 22.569 0.026 0.077 -0.237
Si 4.942 44.447 25.942 -0.067 -0.024 0.031
Si 15.887 55.981 27.921 0.083 0.194 0.054
Si 20.664 46.767 27.834 -0.028 0.01 0.081
Si 14.585 63.105 23.158 0.096 -0.024 -0.072
Si 22.115 63.837 27.042 0.053 -0.046 0.019
Si -2.461 47.658 26.183 -0.049 0.049 -0.006
Si 6.991 61.196 24.957 -0.031 0.043 -0.066
O -6.819 -9.437 28.184 -0.066 -0.155 -0.086
O -3.193 2.511 32.519 -0.023 0.09 0.338
O 7.443 1.308 28.063 0.47 -0.196 0.172
O 4.706 -1.797 25.879 -0.533 -0.219 0.29
O -1.407 4.087 31.622 0.365 0.285 -0.339
O 6.41 4.455 28.532 0.115 0.148 0.051
O 2.47 15.288 29.697 0.023 0.21 -0.119
O 11.511 11.97 29.961 0.13 0.146 -0.127
O 0.283 -8.005 28.499 -0.001 0.182 -0.407
O 14.264 14.124 31.137 -0.583 -0.074 -0.03
O -2.591 -7.167 32.146 -0.223 0.368 -0.101
O 0.74 13.384 28.902 0.258 -0.48 0.045
O -0.768 3.335 23.277 0.011 0.092 -0.132
O -3.582 15.801 28.201 0.305 0.24 0.066
O 7.785 13.157 26.524 -0.144 -0.39 0.03
O -0.44 18.808 30.673 -0.099 -0.284 0.521
O 1.535 23.973 24.204 0.092 -0.019 -0.178
O -2.707 22.381 24.834 -0.593 0.418 0.069
O -1.859 34.302 26.793 0.387 -0.421 0.168
O -8.21 30.553 30.455 0.355 0.365 -0.225
O 6.756 20.556 21.433 -0.071 -0.084 0.215
O 5.009 32.051 23.992 -0.052 0.492 0.329
O 5.728 18.094 23.339 0.515 0.379 0.108
O 10.256 16.503 23.445 -0.138 -0.323 -0.236
O -6.101 38.309 26.71 -0.001 -0.695 -0.379
O -0.044 32.196 30.301 0.152 -0.105 0.105
O 1.57 25.857 26.072 -0.771 -0.262 0.267
O 2.963 38.258 31.535 0.102 0.352 0.183
O -11.056 26.834 30.401 -0.511 0.272 -0.221
O -4.812 39.461 28.703 -0.101 0.258 -0.037
O 7.061 27.176 28.545 0.276 -0.167 -0.105
O 3.284 40.014 24.422 -0.178 -0.42 0.131
O 6.706 28.714 26.409 -0.131 0.244 0.21
O 10.002 56.205 20.009 0.036 0.034 -0.258
O 4.023 28.707 31.814 0.305 0.115 0.157
O -7.915 53.714 29.008 0.14 -0.129 0.182
O 7.236 49.036 27.893 0.061 -0.618 0.148
O 4.388 52.701 25.636 -0.393 -0.159 0.289
O -0.497 53.178 25.076 -0.44 -0.197 0.192
O 1.927 63.391 30.496 -0.064 0.047 -0.228
O -7.329 58.707 22.253 -0.116 -0.295 -0.235
O 18.707 47.422 24.11 0.11 0.381 0.66
O 2.16 54.322 29.803 0.221 0.015 -0.124
O -1.744 61.447 31.329 0.018 0.079 -0.516
O -11.152 55.509 23.637 0.543 0.142 -0.117
O 10.921 58.696 23.992 0.136 0.125 0.176
O 9.022 66.468 25.868 0.112 0.157 0.278
O 3.815 -12.379 31.81 -0.426 -0.349 -0.267
O 26.059 -1.26 25.317 0.287 -0.569 -0.394
O 4.386 1.175 21.885 -0.319 -0.22 0.426
O 15.848 -2.176 29.302 0.192 -0.236 -0.038
O 1.53 -5.624 28.461 0.052 0.359 0.255
O 3.851 8.395 27.668 0.042 -0.486 0.04
O 17.944 7.918 29.101 -0.079 -0.276 -0.437
O 5.921 11.246 21.178 -0.001 -0.146 0.334
O 3.575 12.422 28.437 -0.028 0.37 -0.087
O 3.343 14.27 25.506 0.137 -0.133 0.199
O 14.586 13.839 28.292 0.091 0.16 0.135
O 5.989 16.818 32.163 -0.721 -0.341 0.488
O 17.194 33.963 31.968 0.516 -0.024 -0.266
O 4.971 15.382 30.285 0.062 -0.221 -0.299
O -1.609 18.688 28.364 -0.351 -0.305 -0.119
O 11.072 9.23 27.469 -0.048 0.592 0.374
O -12.413 20.68 29.044 -0.439 0.494 -0.16
O 7.945 15.688 27.288 -0.14 -0.126 0.6
O 4.674 19.159 25.535 0.284 0.227 0.356
O 6.452 19.991 28.812 -0.067 -0.184 -0.223
O 6.465 42.64 31.161 -0.097 -0.016 -0.176
O 6.249 24.706 29.015 -0.369 -0.306 -0.196
O 10.909 26.255 30.41 -0.242 -0.758 0.09
O 18.392 28.65 30.277 0.437 0.02 -0.207
O -2.502 38.801 24.08 -0.115 0.054 -0.011
O 8.234 29.932 20.832 0.065 -0.072 0.431
O -5.781 35.666 29.767 -0.312 0.523 0.255
O -9.849 33.969 27.171 -0.108 -0.096 -0.165
O -9.858 40.794 29.316 -0.563 0.128 0.059
O 8.676 44.043 20.219 -0.465 -0.002 0.378
O -3.296 32.187 27.361 -0.384 -0.13 0.079
O 14.063 44.747 28.83 -0.403 -0.627 0.139
O -0.165 46.507 23.717 -0.035 -0.193 -0.519
O 6.519 44.158 26.043 0.227 0.35 0.53
O 8.784 52.013 32.089 -0.346 -0.079 0.23
O 1.882 44.846 23.921 -0.284 -0.245 0.017
O -15.553 60.804 31.867 0.327 -0.017 -0.435
O 6.162 52.357 30.762 0.232 0.428 0.029
O 3.207 58.345 27.071 -0.509 -0.282 -0.521
O -7.617 46.782 24.357 -0.18 0.103 0.058
O 11.6 51.863 27.593 0.076 0.618 0.098
O 5.945 62.501 27.95 0.292 0.127 0.435
O -6.506 56.28 23.689 0.174 -0.009 -0.149
O 5.499 47.461 31.314 0.466 0.394 -0.405
O -7.662 49.174 25.763 -0.298 0.124 -0.406
O 3.13 57.19 23.853 -0.266 0.554 0.366
O 19.091 46.442 28.14 -0.19 0.302 0.168
O 13.732 -4.908 26.312 -0.356 -0.394 -0.294
O 21.644 -0.269 27.951 -0.374 -0.074 -0.119
O 15.14 1.44 31.101 0.051 0.133 -0.127
O 7.41 8.624 30.861 -0.273 0.329 -0.259
O 18.565 3.015 30.294 -0.085 -0.389 -0.08
O 4.636 7.804 22.492 0.422 -0.074 -0.055
O 13.518 10.178 27.163 -0.088 0.191 -0.116
O 6.237 9.26 27.007 0.121 -0.066 0.334
O 18.221 5.529 30.075 0.447 0.22 0.107
O 17.511 7.521 23.082 0.55 -0.156 -0.475
O 16.087 -4.345 25.264 -0.07 -0.691 0.082
O 11.241 16.201 30.533 0.257 -0.314 -0.104
O 7.586 9.012 21.409 -0.264 0.098 0.076
O 13.297 19.297 30.433 -0.238 0.266 -0.468
O 17.887 27.764 27.884 -0.277 0.183 -0.528
O 9.528 13.479 30.754 0.15 -0.262 0.425
O 19.814 9.353 30.141 0.376 -0.377 0.181
O 19.05 36.451 25.611 0.044 0.305 0.361
O 12.311 25.436 28.263 0.494 0.155 -0.254
O 13.026 23.365 29.651 0.106 -0.568 0.024
O 20.205 33.691 27.195 0.158 -0.498 0.242
O 26.23 36.706 22.63 0.357 0.096 0.648
O 11.741 27.918 32.182 0.421 -0.222 -0.149
O 6.595 22.991 22.512 -0.228 0.224 0.211
O 10.481 33.091 30.517 0.266 -0.247 -0.484
O 12.09 37.003 28.1 -0.052 -0.005 -0.039
O 2.536 35.876 32.678 -0.049 -0.271 -0.056
O 12.005 34.149 25.884 -0.469 0.519 0.189
O 15.945 43.688 30.205 0.065 -0.468 -0.351
O 13.685 43.601 26.57 0.433 -0.12 0.249
O 4.776 54.342 29.796 0.6 0.2 -0.5
O 15.022 34.337 22.312 0.062 0.033 0.227
O -7.96 19.072 30.347 0.07 0.283 -0.341
O 4.451 44.368 24.41 0.38 -0.218 -0.313
O 6.855 52.26 25.05 -0.131 -0.471 -0.54
O 9.786 58.445 28.524 -0.373 -0.138 0.423
O 10.526 43.981 30.397 0.179 0.573 -0.214
O 8.493 55.884 30.633 0.13 -0.05 0.042
O 7.534 59.942 24.113 0.296 0.088 0.491
O 12.076 68.439 27.467 -0.297 -0.78 0.144
O 2.211 60.568 26.024 0.077 0.118 -0.288
O 1.144 72.509 25.679 0.405 -0.056 0.495
O 11.576 65.087 30.628 0.348 0.131 -0.361
O 27.878 65.766 21.626 0.19 0.064 -0.101
O 3.662 -4.018 21.62 -0.148 -0.323 0.361
O 10.897 -5.403 30.444 0.268 -0.419 -0.115
O 6.436 -6.369 21.972 -0.374 -0.204 0.248
O 5.47 -0.406 23.826 -0.028 0.363 0.36
O -8.302 3.417 26.504 -0.176 0.356 0.593
O 1.978 12.221 26.273 -0.16 -0.003 -0.156
O 2.893 6.752 20.802 0.217 -0.221 0.065
O 16.257 -0.204 26.182 -0.797 0.114 -0.143
O -1.61 15.524 26.395 -0.289 0.173 -0.293
O 10.681 23.923 20.403 0.026 -0.03 0.388
O 1.992 12.945 23.709 0.063 -0.298 -0.111
O -0.053 16.357 20.873 -0.218 0.306 0.312
O 1.405 20.5 21.784 -0.462 0.216 0.101
O -6.786 9.464 29.52 0.046 0.079 0.045
O 16.732 5.779 20.518 -0.187 -0.754 0.122
O -19.059 13.861 20.866 0.235 -0.218 0.436
O -14.555 35.147 27.697 0.045 0.118 0.539
O 7.965 27.951 24.2 0.036 -0.166 -0.42
O 4.502 22.079 21.404 -0.452 -0.055 0.096
O -2.33 20.29 23.206 -0.065 -0.191 0.24
O -12.588 32.432 21.819 0.047 0.012 0.197
O -7.716 34.16 28.886 -0.18 0.135 -0.027
O 7.626 25.846 30.847 0.023 0.7 0.188
O -1.923 25.562 30.288 -0.336 0.386 -0.277
O 0.24 35.563 25.663 0.203 -0.419 -0.665
O 7.306 36.525 21.968 -0.317 0.062 0.311
O -0.117 27.697 21.443 -0.201 0.04 0.101
O 7.832 24.299 24.35 0.029 -0.358 0.022
O 1.732 44.046 27.382 -0.348 -0.122 0.27
O -2.572 47.381 24.59 -0.471 -0.183 -0.152
O -1.585 44.127 21.812 -0.125 0.424 0.54
O -10.522 38.373 28.565 -0.303 0.244 -0.08
O 0.485 49.15 21.39 -0.244 -0.1 -0.007
O 2.374 46.412 32.736 0.178 -0.217 -0.492
O 1.19 36.604 22.201 0.005 0.421 0.251
O 4.253 39.108 22.162 -0.156 0.197 0.201
O 2.46 51.699 21.176 -0.011 -0.166 0.214
O 14.141 47.363 21.997 0.439 -0.473 -0.098
O -2.355 62.222 24.376 -0.448 -0.202 0.226
O 5.888 39.942 24.04 0.334 0.27 -0.314
O 1.76 61.359 23.507 -0.407 -0.22 -0.122
O 10.077 61.007 22.52 0.106 0.303 0.545
O 14.811 62.761 26.848 -0.009 0.618 -0.033
O -3.197 40.35 30.594 0.392 0.191 -0.408
O 1.847 63.31 21.675 -0.246 -0.317 0.007
O -9.117 58.125 30.35 0.309 0.276 -0.213
O 2.042 41.92 25.807 -0.5 -0.274 0.184
O 5.473 50.683 26.872 -0.475 0.002 -0.196
O 0.924 4.042 28.177 0.066 0.322 -0.007
O 5.67 3.434 23.874 -0.616 0.217 -0.058
O 5.905 14.817 25.791 -0.088 -0.226 0.293
O 9.237 4.773 29.046 0.044 -0.13 -0.365
O 3.049 9.389 21.244 -0.079 0.093 0.217
O -3.402 -1.094 20.098 -0.18 -0.365 -0.236
O 10.982 2.507 22.981 0.119 0.576 0.092
O 9.305 12.149 28.46 -0.063 -0.215 0.314
O 12.532 5.433 26.426 -0.261 0.074 0.196
O 8.352 13.729 21.207 0.289 0.347 0.567
O 12.02 12.698 24.221 -0.079 0.142 -0.282
O 25.576 23.784 31.17 0.291 0.063 0.381
O 0.822 9.668 19.882 0.062 -0.097 0.273
O 7.621 15.447 30.563 0.074 -0.052 -0.086
O 10.067 17.645 21.288 0.277 0.071 0.364
O 5.638 21.813 30.58 0.21 -0.262 0.132
O 9.36 49.161 22.175 -0.055 -0.618 0.204
O 8.716 26.18 25.866 0.25 0.118 0.561
O 9.183 23.3 22.394 0.264 -0.383 0.15
O -1.649 36.895 26.813 -0.332 0.145 -0.042
O 8.698 29.172 28.036 0.071 0.554 0.184
O 17.992 19.402 29.126 -0.375 0.046 -0.599
O 10.45 27.22 28.043 -0.614 -0.465 -0.388
O -2.62 36.597 22.304 0.04 0.066 -0.768
O 5.095 36.112 27.48 -0.288 0.144 -0.068
O 14.169 33.216 20.241 -0.126 0.423 0.279
O 15.303 39.355 26.191 0.579 0.447 -0.299
O 13.636 41.187 25.367 -0.121 -0.143 0.108
O -4.016 31.007 21.767 -0.094 0.065 0.226
O 4.625 48.358 27.703 -0.353 0.119 -0.523
O 1.212 37.575 29.802 -0.254 -0.661 -0.161
O 4.706 47.395 22.701 0.162 0.059 0.5
O 9.651 45.404 22.202 0.045 0.424 0.078
O -3.294 36.151 30.453 0.155 0.251 -0.175
O 6.196 53.428 22.121 0.345 -0.134 -0.05
O 9.288 52.274 24.141 -0.297 -0.29 -0.167
O 11.697 51.47 24.991 0.186 -0.468 0.062
O 7.619 51.215 21.65 0.571 0.412 0.398
O 13.75 58.71 28.349 0.552 0.068 0.266
O 0.926 41.769 21.482 0.574 0.512 0.29
O 12.417 53.113 31.324 0.002 -0.2 -0.694
O -0.859 48.986 23.611 -0.184 0.016 0.548
O 4.784 56.688 25.98 0.761 0.107 0.069
O 1.349 63.031 25.473 0.651 0.27 0.277
O 20.149 57.158 21.304 0.359 0.401 -0.078
O 21.385 2.226 28.649 -0.258 -0.068 0.191
O 14.487 4.073 28.12 0.311 0.462 -0.023
O 17.801 2.625 24.416 0.086 -0.185 -0.589
O 11.273 14.693 19.931 -0.313 0.316 0.016
O 5.984 6.566 24.337 -0.007 -0.307 -0.087
O 15.281 7.885 24.379 -0.774 -0.137 0.105
O 16.656 16.898 25.337 -0.058 -0.166 -0.425
O 3.886 18.325 28.007 0.569 -0.32 0.347
O 15.889 9.059 26.646 0.289 0.236 -0.329
O 8.462 -2.466 30.296 -0.494 0.526 -0.167
O 18.499 18.591 26.096 0.158 0.12 -0.047
O 12.265 16.054 21.809 0.287 -0.232 0.537
O 14.417 18.311 21.5 0.237 -0.216 0.174
O 8.351 15.081 24.772 -0.193 -0.244 -0.625
O 10.324 12.495 26.129 0.174 -0.188 -0.061
O 12.287 28.711 23.077 -0.251 0.227 0.546
O 6.734 15.763 22.25 0.321 -0.141 0.531
O 14.301 22.657 22.238 -0.259 0.011 0.174
O 10.708 32.711 20.794 0.322 -0.052 0.172
O 8.47 35.012 24.062 -0.433 0.127 0.204
O 15.357 38.556 28.725 -0.834 0.111 0.154
O -3.596 30.323 30.283 -0.071 0.054 -0.156
O 17.654 34.266 23.511 -0.493 0.11 0.148
O 15.952 27.779 29.77 -0.305 0.179 0.132
O 17.192 40.228 29.608 -0.244 0.317 0.01
O 13.523 43.436 24.019 0.069 0.485 0.351
O -2.743 24.673 20.852 0.098 0.118 0.276
O 17.201 37.661 27.04 0.545 0.216 0.208
O 12.429 47.99 26.827 -0.064 0.506 -0.217
O 14.735 34.266 31.168 0.005 -0.106 -0.383
O 16.746 51.179 23.366 0.117 0.077 -0.275
O 11.949 45.469 27.366 -0.294 -0.539 0.027
O 10.189 54.098 21.607 -0.14 0.139 -0.215
O 13.507 57.218 20.948 0.213 -0.255 0.507
O 8.252 51.404 27.469 0.065 0.093 0.254
O 26.24 57.44 26.062 -0.613 -0.041 0.152
O 11.591 59.081 21.522 0.117 0.338 0.073
O -9.439 66.827 22.701 0.549 -0.173 0.319
O 12.341 54.337 23.251 0.453 -0.237 -0.102
O 3.45 55.982 28.208 -0.462 -0.248 -0.348
O 14.295 56.214 27.9 -0.248 -0.295 -0.249
O 18.121 65.38 24.389 0.453 -0.042 -0.33
O 15.321 55.514 21.753 -0.048 -0.358 0.334
O 20.436 66.963 31.413 -0.113 0.065 -0.49
O 7.793 11.159 30.626 0.102 0.247 -0.548
O -5.09 5.655 21.161 0.127 0.186 0.214
O 8.274 -3.435 25.682 0.411 -0.469 -0.043
O 9.554 9.813 31.999 0.182 -0.103 -0.141
O 13.667 9.454 21.259 0.138 -0.323 -0.055
O -2.909 -1.218 22.658 0.235 0.382 0.014
O -6.45 11.709 21.611 0.004 0.271 0.305
O -6.107 16.732 28.269 0.143 0.304 0.183
O -2.468 20.764 26.889 -0.216 -0.273 -0.231
O -12.464 26.919 26.709 0.448 0.485 0.249
O 4.527 16.883 21.34 0.034 -0.252 0.015
O -0.443 23.544 20.294 0.337 -0.386 0.289
O -3.61 38.976 26.436 -0.222 0.292 -0.052
O 17.671 42.486 31.672 0.203 0.055 -0.571
O 4.659 37.717 24.429 0.17 -0.035 -0.039
O -0.192 54.667 28.814 -0.254 -0.251 -0.097
O -16.728 32.405 24.272 -0.02 0.06 -0.091
O -9.495 48.763 21.916 -0.452 0.377 0.468
O -11.371 34.308 20.359 0.341 0.109 0.212
O 0.158 49.785 30.605 0.248 -0.299 -0.386
O 15.029 46.064 30.801 0.482 0.137 -0.067
O 5.907 55.559 16.97 -0.014 0.063 -0.02
O -4.576 68.626 20.101 -0.088 -0.174 -0.058
O 3.708 63.07 23.503 0.008 0.226 0.248
O 9.177 63.416 27.766 -0.175 0.436 0.032
O 5.944 -4.682 26.066 -0.355 -0.279 -0.139
O -9.956 17.509 29.61 -0.711 0.165 -0.192
O 3.968 12.97 21.918 0.181 -0.02 0.365
O 6.532 -5.317 28.539 0.533 0.034 0.153
O 9.153 7.072 31.912 0.132 0.538 0.407
O 8.267 5.785 25.307 0.049 0.141 0.068
O 6.968 15.342 19.716 -0.444 0.094 -0.187
O 25.005 22.418 20.005 -0.388 0.422 -0.055
O 1.716 14.37 21.528 0.29 0.194 0.304
O 9.518 17.168 25.822 0.277 0.486 -0.235
O -1.26 23.127 27.034 -0.146 0.56 0.348
O 8.25 7.04 23.004 0.283 -0.453 -0.27
O 16.115 21.035 28.114 0.444 -0.049 0.455
O -8.991 6.004 30.309 -0.413 -0.065 0.026
O 12.11 18.399 22.852 -0.241 0.025 0.467
O 2.644 30.913 31.749 -0.517 0.244 -0.339
O 4.25 30.628 33.755 -0.235 -0.276 0.398
O 3.852 36.781 29.591 -0.174 -0.604 0.202
O -5.551 41.408 30.25 -0.003 -0.044 0.155
O -3.34 24.284 32.131 -0.11 0.32 0.147
O 9.407 28.369 31.112 0.074 -0.086 -0.336
O 3.12 39.169 28.978 0.346 0.009 -0.458
O -5.036 29.689 28.031 -0.127 0.338 -0.171
O -1.404 41.627 22.724 -0.409 -0.42 0.214
O 2.897 42.45 23.425 0.419 -0.333 -0.337
O 7.063 46.166 22.483 -0.142 -0.449 -0.279
O 7.493 45.961 30.615 0.385 -0.188 -0.606
O 13.163 47.795 30.691 0.077 0.479 -0.293
O 11.47 42.681 25.513 -0.218 0.28 -0.375
O -4.881 61.605 18.936 0.203 0.422 0.187
O 0.098 60.161 20.917 0.125 0.065 0.44
O 13.519 1.665 23.209 0.206 -0.363 0.08
O 15.863 -1.392 23.773 0.38 0.21 -0.046
O 8.44 10.635 26.442 0.12 -0.126 -0.336
O 3.086 -10.431 25.136 -0.408 -0.067 0.132
O 21.289 3.707 26.426 0.059 0.489 -0.075
O 22.555 24.897 19.996 -0.123 -0.238 -0.053
O 14.954 -3.215 21.911 0.181 -0.05 0.236
O 12.615 3.265 24.939 0.589 -0.147 -0.185
O 21.476 5.478 32.639 0.199 -0.092 -0.595
O 17.062 15.758 27.708 0.18 0.685 -0.088
O 2.849 18.84 20.537 -0.068 -0.204 0.003
O 5.782 22.369 28.025 -0.177 0.158 -0.451
O 18.198 30.285 21.225 -0.371 -0.156 0.025
O 5.568 12.352 30.163 0.107 -0.011 -0.452
O 1.2 26.497 23.528 -0.329 -0.156 0.226
O 7.535 25.484 22.046 0.319 0.06 0.167
O 10.401 21.643 30.41 0.183 -0.516 -0.387
O 5.976 31.975 30.299 -0.255 -0.316 -0.149
O 0.631 30.096 28.774 -0.064 0.151 -0.363
O 0.702 25.509 30.358 0.237 0.028 0.02
O 18.644 47.214 21.543 -0.035 -0.452 0.078
O -2.376 29.838 28.087 0.517 -0.197 0.155
O 21.59 27.805 24.517 -0.196 0.38 -0.683
O 8.197 39.364 27.967 0.156 -0.147 0.294
O 30.709 46.233 26.768 0.525 -0.046 0.119
O 8.146 39.423 25.344 0.279 -0.29 -0.392
O 10.715 48.433 24.306 0.495 -0.383 0.391
O 0.107 50.873 25.984 0.231 -0.085 0.305
O 9.978 49.682 27.954 0.143 -0.222 -0.185
O -1.943 51.412 30.712 -0.109 -0.216 -0.279
O 33.752 46.219 26.076 -0.183 0.398 0.107
O -0.498 59.391 30.096 -0.308 -0.121 -0.373
O 8.124 55.723 21.776 -0.663 0.379 -0.207
O 8.296 3.553 23.871 0.272 -0.113 -0.179
O 20.194 1.769 24.931 0.088 0.011 -0.169
O 3.551 18.504 30.673 0.22 -0.064 0.174
O -5.425 14.924 25.33 0.248 0.344 0.115
O 1.389 10.582 31.296 -0.326 -0.365 -0.162
O -0.302 21.973 24.075 0.036 -0.196 -0.17
O 10.519 23.634 28.766 -0.258 0.182 -0.508
O 14.201 16.838 30.417 -0.296 -0.046 -0.163
O -1.172 23.183 31.135 -0.08 -0.151 -0.306
O -5.914 26.954 23.849 0.191 -0.567 0.197
O -4.408 26.493 21.673 -0.147 -0.282 0.149
O -10.972 46.248 28.967 0.201 0.041 -0.109
O 4.972 35.109 25.21 0.571 -0.483 -0.519
O -5.962 33.097 24.189 -0.081 -0.378 -0.082
O 8.834 33.474 26.298 0.236 -0.02 0.08
O -25.579 42.429 19.003 0.022 -0.415 -0.615
O 3.105 49.503 22.6 -0.232 0.272 0.623
O 4.668 45.947 26.479 -0.023 0.308 -0.427
O 9.882 40.9 26.584 0.332 0.033 0.236
O -1.506 48.903 26.527 0.103 -0.267 0.013
O -8.662 68.643 30.532 -0.25 -0.287 -0.247
O -3.459 56.871 30.067 -0.388 0.369 -0.064
O 13.886 51.442 26.401 0.119 -0.045 0.086
O 1.685 58.104 30.592 0.227 -0.148 -0.035
O 13.923 72.93 30.92 0.081 -0.466 0.116
O -6.816 66.817 31.306 0.014 -0.378 -0.518
O 0.424 -13.01 29.889 0.553 -0.124 -0.067
O 18.28 1.344 26.692 0.323 0.288 0.463
O 15.904 1.859 27.782 -0.552 -0.156 0.157
O 13.443 7.067 28.395 -0.676 0.101 0.085
O -16.84 6.596 29.522 -0.12 -0.281 -0.166
O 13.248 2.734 29.928 -0.335 -0.451 -0.099
O 3.294 6.407 24.274 0.002 -0.409 0.224
O 4.047 16.674 26.078 0.072 -0.072 0.334
O 6.13 0.427 30.306 0.521 -0.086 -0.11
O 11.808 10.215 25.163 -0.479 0.054 0.241
O 4.131 10.739 26.486 0.308 0.359 -0.341
O 17.877 33.195 25.949 -0.113 -0.155 0.046
O 10.528 7.051 28.871 0.204 0.24 -0.098
O 17.265 7.254 31.681 0.011 0.586 -0.142
O 12.454 23.038 27.086 -0.57 -0.037 -0.525
O 19.284 24.298 20.889 -0.15 -0.079 0.254
O -3.513 7.933 25.994 -0.246 0.007 -0.528
O 13.148 32.389 24.374 -0.033 -0.317 0.241
O 2.585 25.41 28.494 0.574 -0.083 -0.11
O 6.624 30.093 24.123 0.279 -0.08 0.308
O 14.413 30.435 23.252 0.691 0.024 -0.047
O 2.453 34.624 21.14 -0.092 0.067 -0.439
O 2.665 41.746 28.3 -0.055 -0.031 0.008
O 19.489 40.989 30.751 0.7 0.241 0.028
O 7.92 50.409 30.311 -0.049 -0.431 -0.292
O 24.397 44.228 23.903 0.128 -0.192 -0.461
O 11.136 47.345 29.047 -0.237 -0.193 0.234
O 12.008 48.971 22.07 -0.002 0.099 0.233
O 10.248 51.542 29.82 0.015 0.596 -0.318
O 5.909 47.024 20.326 0.396 0.483 -0.068
O 22.684 36.115 29.805 0.27 0.006 -0.431
O -4.308 56.328 24.95 0.172 0.176 0.047
O 0.779 53.609 21.784 -0.289 -0.333 0.201
O 26.972 54.574 30.218 0.172 -0.114 -0.264
O 5.428 57.65 28.416 0.324 -0.435 -0.178
O -5.285 63.273 21.854 0.145 0.115 0.193
O 3.755 53.457 23.098 -0.382 -0.262 -0.413
O 11.664 60.187 27.913 -0.144 0.033 -0.352
O 11.491 66.139 24.882 0.407 -0.307 0.346
O 16.456 0.029 21.023 -0.215 0.214 0.671
O 8.283 -2.369 21.573 -0.12 -0.372 0.326
O 20.135 -3.776 31.25 0.004 -0.151 -0.501
O 15.094 7.156 21.901 -0.572 -0.408 0.391
O 6.153 -0.718 21.409 -0.15 0.048 -0.172
O 15.934 19.297 26.144 -0.119 0.189 -0.111
O 20.849 8.588 25.07 0.071 0.329 -0.173
O 13.491 3.964 21.834 0.047 0.055 0.277
O -0.64 11.386 27.887 0.361 0.023 -0.426
O 15.931 9.59 22.547 0.365 0.115 -0.013
O 17.19 19.054 23.885 -0.592 -0.38 -0.401
O 1.137 22.444 26.298 0.475 -0.064 0.114
O 24.043 32.494 24.14 0.122 -0.157 0.036
O 16.861 21.29 30.741 0.181 0.31 -0.186
O 9.994 28.534 25.873 0.173 0.543 -0.177
O 20.473 43.308 26.777 0.396 -0.38 0.311
O 24.102 40.956 21.017 -0.084 0.045 0.661
O 22.617 29.739 28.802 -0.72 0.062 0.235
O 14.28 35.565 24.541 -0.25 0.015 0.17
O 0.25 32.51 21.049 0.033 0.127 0.284
O 21.81 50.109 29.542 -0.577 -0.27 -0.007
O 26.012 39.004 21.497 -0.13 -0.05 0.357
O -3.866 34.456 28.49 -0.162 -0.264 0.143
O 1.782 32.538 28.439 0.457 -0.022 0.366
O 20.093 49.758 20.026 0.291 0.045 -0.185
O 1.99 52.471 24.888 0.123 -0.092 0.073
O 14.885 55.88 31.389 0.001 0.325 -0.27
O 22.531 62.309 24.06 -0.142 -0.068 -0.633
O 12.018 46.826 20.467 -0.057 -0.108 0.169
O -1.58 -14.602 21.787 -0.364 0.203 0.38
O 0.967 5.115 24.088 0.036 -0.059 -0.363
O 7.203 -1.148 26.314 -0.022 0.486 -0.062
O 4.939 -5.98 30.434 -0.315 -0.135 -0.311
O 7.426 -8.049 23.785 -0.254 0.143 0.418
O -17.593 11.778 21.46 0.514 -0.112 0.479
O 1.708 11.68 21.456 -0.415 -0.131 0.308
O 3.631 4.396 28.522 0.073 0.327 0.046
O -6.405 9.173 22.536 -0.127 -0.125 0.583
O -1.317 6.516 26.487 0.19 -0.494 0.201
O 10.84 21.438 21.257 -0.146 -0.011 0.304
O -10.878 20.798 23.587 0.142 0.409 0.651
O -1.343 9.111 29.085 -0.045 0.123 0.444
O -11.766 15.732 23.694 -0.563 0.016 -0.179
O -15.692 14.32 25.508 -0.282 -0.246 -0.279
O -8.581 8.431 25.073 -0.043 0.232 -0.29
O -9.741 31.605 21.924 -0.324 0.457 0.061
O 2.185 21.397 24.13 0.6 -0.108 0.349
O 6.009 25.653 25.718 -0.262 -0.013 0.401
O 3.692 29.973 22.979 0.399 -0.017 0.48
O 2.249 31.87 23.918 -0.197 -0.296 0.143
O 5.616 34.244 31.571 -0.474 -0.277 -0.143
O 10.014 47.081 26.578 -0.447 -0.356 0.313
O -4.16 49.799 29.247 0.399 0.344 0.169
O -0.944 50.639 28.396 0.155 -0.265 -0.076
O -4.489 57.002 27.707 0.172 -0.283 -0.406
O 0.452 55.245 23.905 0.526 0.087 0.062
O 6.34 53.105 27.449 -0.376 0.244 0.373
O 1.769 -6.721 21.984 -0.164 0.233 0.588
O -6.013 4.202 25.627 0.109 0.119 0.02
O 22.696 1.619 25.686 -0.165 -0.581 -0.186
O 13.749 10.824 23.509 0.204 0.285 0.41
O 15.924 3.74 25.91 -0.41 0.018 -0.035
O -3.574 13.68 26.524 0.33 -0.271 0.092
O 14.612 30.736 25.776 0.198 -0.501 0.033
O 26.394 28.33 21.682 0.011 0.263 0.127
O 3.602 25.714 24.422 0.361 -0.003 -0.513
O 8.157 18.278 27.828 0.071 0.414 -0.264
O 3.374 19.268 23.224 -0.072 -0.04 -0.094
O 10.871 14.222 28.717 0.184 0.063 -0.193
O 19.821 35.762 23.194 0.354 -0.032 -0.361
O 0.021 15.506 30.255 0.187 0.46 -0.027
O 7.634 24.002 26.91 0.306 -0.005 -0.223
O -3.712 42.429 21.809 0.022 -0.48 0.551
O -10.739 27.241 21.094 -0.107 0.181 0.461
O -11.285 44.838 31.066 -0.385 -0.034 -0.391
O 6.096 40.286 26.704 -0.749 -0.039 -0.016
O 0.857 40.688 23.758 -0.273 -0.209 0.563
O 5.549 42.941 21.003 0.051 0.255 0.505
O 1.642 56.04 21.85 0.342 -0.302 -0.688
O -12.8 56.327 30.879 0.417 0.22 -0.095
O 9.021 43.382 26.181 -0.06 0.228 0.173
O -20.637 38.461 22.243 -0.16 0.311 0.188
O 5.814 54.598 32.212 -0.203 -0.058 0.019
O -7.635 53.643 26.353 0.63 0.221 0.027
O 7.871 54.582 24.116 -0.147 0.141 0.153
O 8.626 8.205 27.476 -0.247 -0.566 0.201
O 17.372 -0.176 28.654 0.344 0.06 -0.073
O 13.346 -1.452 28.891 -0.151 0.526 -0.028
O 12.585 9.869 31.147 -0.13 -0.063 -0.48
O 18.435 10.284 28.078 -0.717 -0.02 0.063
O 0.898 23.412 28.746 0.017 -0.236 -0.189
O 9.471 0.397 23.308 -0.687 -0.084 -0.103
O 16.715 44.751 32.444 -0.477 0.378 -0.015
O 12.006 4.895 29.25 0.103 0.283 0.315
O 12.396 34.484 23.174 -0.475 0.001 -0.416
O 8.129 22.7 29.115 -0.019 -0.508 -0.22
O 15.58 31.992 27.83 0.078 0.73 -0.149
O 11.133 36.882 20.327 0.166 0.102 -0.004
O 13.986 29.134 21.119 -0.178 0.297 -0.051
O 8.877 34.455 21.609 -0.138 -0.354 0.114
O 10.75 42.868 28.052 0.474 0.28 -0.014
O 3.664 44.526 21.963 -0.292 0.193 -0.058
O 7.637 31.894 28.194 0.022 -0.286 -0.192
O -2.014 55.263 24.766 0.154 0.1 -0.195
O 23.603 41.909 24.904 -0.048 -0.137 -0.07
O 24.856 42.47 29.471 -0.243 0.253 -0.676
O 12.499 53.759 25.879 0.071 0.311 0.49
O 0.01 55.558 26.425 0.355 0.102 -0.012
O 20.351 60.677 27.901 -0.182 0.376 0.443
O 9.306 61.003 28.671 -0.496 -0.231 -0.372
O -11.351 51.133 21.867 0.12 -0.204 0.2
O -5.319 62.795 29.563 -0.007 -0.287 -0.231
O -2.412 61.321 28.76 0.015 -0.098 0.364
O 12.692 27.859 29.265 0.616 -0.101 0.233
O 16.575 45.762 28.626 0.11 0.199 0.111
Si 0 2.674 8.16 -0.021 0.017 0.002
Si 2.721 -0.035 8.145 0.012 -0.006 0.002
Si -0.012 8.116 8.168 0.006 -0.002 0
Si 2.699 5.382 8.154 -0.004 0.003 -0.002
Si -0.068 13.572 8.146 -0.005 0.007 -0.002
Si 2.68 10.806 8.161 -0.004 0.001 0.003
Si -0.003 19.102 8.108 0.04 0.015 0.007
Si 2.693 16.33 8.156 0.002 0 0.019
Si 0.011 24.543 8.12 -0.002 0.012 0.005
Si 2.735 21.75 8.105 -0.016 -0.014 -0.005
Si 0.038 29.983 8.127 0.017 -0.005 0.006
Si 2.744 27.259 8.134 -0.002 0.015 0.006
Si 0.066 35.405 8.183 0.007 -0.014 -0.018
Si 2.776 32.672 8.111 0.001 -0.006 -0.001
Si 0.026 40.879 8.259 -0.005 -0.004 0.002
Si 2.744 38.127 8.226 0.003 -0.004 -0.005
Si 0.006 46.322 8.267 0.007 -0.007 -0.007
Si 2.727 43.596 8.252 -0.026 -0.018 -0.006
Si -0.01 51.778 8.226 0.003 0.001 0.003
Si 2.732 49.021 8.236 0.007 -0.004 -0.006
Si -0.019 57.189 8.152 0.008 -0.003 0.007
Si 2.728 54.449 8.153 -0.015 0.004 -0.011
Si 0.013 62.601 8.126 0.003 0.024 0.003
Si 2.724 59.863 8.108 -0.011 -0.008 -0.002
Si 5.436 2.675 8.146 0.006 -0.009 0.001
Si 8.16 -0.061 8.154 -0.016 -0.003 -0.001
Si 5.411 8.089 8.168 0.007 0.008 0.001
Si 8.149 5.372 8.141 -0.019 -0.005 -0.007
Si 5.421 13.552 8.151 -0.011 -0.006 -0.002
Si 8.143 10.815 8.163 0.01 0.019 0.016
Si 5.423 19.029 8.109 -0.014 -0.026 0.007
Si 8.152 16.316 8.113 0.022 0.016 0.003
Si 5.482 24.473 8.151 -0.001 -0.007 0.002
Si 8.164 21.778 8.131 0.006 0.008 0.011
Si 5.462 29.979 8.12 0.009 -0.015 -0.006
Si 8.225 27.242 8.088 0.012 0.015 -0.012
Si 5.481 35.388 8.171 0.01 0.008 -0.006
Si 8.193 32.681 8.181 0.008 0 0.007
Si 5.438 40.896 8.26 0.003 0.016 0
Si 8.182 38.152 8.3 -0.008 -0.022 0.014
Si 5.484 46.267 8.243 -0.009 0.014 0.005
Si 8.19 43.581 8.248 0.019 -0.008 0.002
Si 5.453 51.728 8.187 0.007 0.004 -0.004
Si 8.185 49.018 8.198 0.012 0.019 0.002
Si 5.44 57.135 8.092 0.014 -0.002 -0.012
Si 8.141 54.433 8.13 0.008 0 -0.003
Si 5.44 62.57 8.124 -0.02 -0.004 0.002
Si 8.152 59.851 8.115 -0.005 -0.001 0.003
Si 10.899 2.687 8.164 -0.003 -0.014 -0.002
Si 13.619 -0.018 8.14 0.006 0.018 0
Si 10.85 8.107 8.174 0.01 0.003 0.009
Si 13.588 5.372 8.184 -0.003 0.001 0.001
Si 10.835 13.577 8.132 -0.023 -0.023 0.005
Si 13.573 10.857 8.138 -0.024 -0.017 -0.001
Si 10.864 19.043 8.117 0.009 0.01 0.008
Si 13.568 16.322 8.146 0.022 0.015 0.009
Si 10.918 24.53 8.109 -0.014 -0.004 0.008
Si 13.593 21.841 8.102 0.001 -0.005 0.002
Si 10.908 29.997 8.106 -0.013 0.003 0.002
Si 13.637 27.274 8.136 -0.009 -0.012 0.007
Si 10.959 35.411 8.26 0.015 0.011 0.007
Si 13.635 32.69 8.158 -0.017 -0.014 -0.008
Si 10.914 40.874 8.268 -0.012 -0.015 -0.008
Si 13.638 38.149 8.252 -0.001 0.018 -0.001
Si 10.892 46.325 8.255 0.006 0.002 0.007
Si 13.644 43.591 8.269 -0.019 0.006 -0.004
Si 10.849 51.74 8.166 -0.002 0.003 -0.001
Si 13.572 49.032 8.235 -0.027 -0.04 0.003
Si 10.855 57.156 8.127 0.01 0 0.006
Si 13.558 54.464 8.167 -0.018 0.024 0.003
Si 10.876 62.565 8.127 0 -0.007 0.001
Si 13.571 59.872 8.148 0.003 -0.009 0.005
Si 1.351 4.034 9.535 0.007 -0.007 0.003
Si 4.077 1.326 9.522 -0.013 0.006 0.005
Si 1.347 9.451 9.542 0.026 -0.004 0.018
Si 4.063 6.73 9.531 0.004 0.011 0.003
Si 1.312 14.944 9.473 0.012 -0.008 0.003
Si 4.042 12.187 9.495 -0.013 0.001 0.004
Si 1.36 20.433 9.472 0.014 0.006 0.007
Si 4.066 17.684 9.485 -0.016 0.017 0.011
Si 1.368 25.903 9.491 0.002 -0.001 -0.006
Si 4.09 23.119 9.475 0.002 -0.006 -0.002
Si 1.395 31.335 9.496 -0.007 -0.006 0.004
Si 4.109 28.616 9.494 -0.001 0.004 0.007
Si 1.382 36.766 9.584 -0.001 0.002 0.015
Si 4.104 34.029 9.518 0.002 -0.007 0.002
Si 1.387 42.228 9.616 0.007 0.008 0.006
Si 4.096 39.49 9.6 0.004 0.011 0.007
Si 1.382 47.677 9.616 0.001 0.02 0.009
Si 4.1 44.944 9.614 0.01 -0.01 0.002
Si 1.373 53.117 9.557 -0.001 -0.015 0.011
Si 4.098 50.373 9.572 -0.022 -0.008 -0.001
Si 1.362 58.537 9.502 -0.023 -0.005 0.007
Si 4.087 55.809 9.506 -0.004 -0.008 0.012
Si 1.359 63.945 9.518 -0.007 -0.012 0.005
Si 4.084 61.211 9.488 -0.009 -0.002 0.005
Si 6.808 4.017 9.521 0.013 -0.004 0.003
Si 9.531 1.317 9.512 0.016 0 -0.003
Si 6.777 9.448 9.517 -0.012 -0.007 0
Si 9.497 6.73 9.532 -0.021 0.004 -0.001
Si 6.801 14.924 9.465 0.004 -0.014 -0.013
Si 9.503 12.193 9.496 0.023 -0.014 0.003
Si 6.785 20.409 9.465 0.005 -0.001 -0.006
Si 9.498 17.688 9.473 -0.012 0.002 -0.002
Si 6.852 25.884 9.459 0.005 -0.006 -0.006
Si 9.544 23.159 9.457 -0.002 -0.012 -0.005
Si 6.815 31.318 9.517 -0.01 -0.005 0.012
Si 9.555 28.622 9.471 0.017 0.017 0.003
Si 6.819 36.742 9.588 0.007 0.012 0.002
Si 9.549 34.045 9.565 -0.023 -0.011 -0.013
Si 6.806 42.245 9.616 -0.011 -0.003 -0.005
Si 9.544 39.526 9.636 0.004 0.029 0.001
Si 6.825 47.66 9.576 0.014 -0.014 -0.008
Si 9.535 44.95 9.605 -0.003 0.002 -0.001
Si 6.805 53.096 9.536 -0.004 0.004 0.004
Si 9.523 50.388 9.563 0.011 -0.014 0.007
Si 6.797 58.493 9.477 0.01 0.001 0.002
Si 9.514 55.79 9.499 -0.005 -0.002 0.003
Si 6.797 63.924 9.516 0.021 0 0.003
Si 9.516 61.212 9.495 0.006 -0.003 -0.007
Si 12.238 4.028 9.568 0 -0.018 0.007
Si 14.966 1.329 9.532 0.001 -0.014 0.001
Si 12.235 9.472 9.506 -0.005 0.017 0.01
Si 14.953 6.753 9.532 -0.016 0.003 0.002
Si 12.194 14.953 9.479 -0.012 0.016 -0.01
Si 14.915 12.214 9.513 0.005 0.008 0.001
Si 12.238 20.442 9.439 0.004 0.004 -0.013
Si 14.956 17.711 9.442 -0.009 -0.007 -0.01
Si 12.266 25.905 9.477 0.005 0.019 0.007
Si 14.961 23.188 9.464 -0.01 0.002 -0.005
Si 12.272 31.329 9.521 0.009 -0.002 0
Si 15 28.631 9.504 -0.001 0 0
Si 12.29 36.782 9.617 -0.007 0.003 0.009
Si 14.999 34.051 9.532 -0.02 0.008 -0.007
Si 12.269 42.234 9.621 -0.001 -0.009 -0.01
Si 14.993 39.508 9.61 0.003 -0.009 0.002
Si 12.242 47.681 9.611 -0.016 0.013 0.014
Si 14.995 44.95 9.628 0.015 -0.022 0.006
Si 12.23 53.088 9.533 0.005 0.014 -0.001
Si 14.976 50.392 9.57 0.015 0.02 -0.006
Si 12.225 58.505 9.509 -0.005 0.004 -0.001
Si 14.944 55.819 9.501 -0.006 -0.017 -0.008
Si 12.252 63.935 9.49 0.002 -0.005 -0.004
Si 14.965 61.245 9.484 -0.004 -0.005 -0.007
Si 0.001 -0.023 10.896 -0.008 0.004 0.005
Si 2.719 2.681 10.902 0.003 0.007 0
Si -0.003 5.4 10.903 0.011 0.002 -0.01
Si 2.714 8.091 10.901 -0.005 -0.02 -0.005
Si -0.045 10.833 10.854 -0.007 -0.002 -0.01
Si 2.665 13.564 10.819 -0.003 0 -0.004
Si -0.044 16.334 10.806 0.002 0.003 -0.006
Si 2.7 19.058 10.816 -0.007 0.002 0.001
Si -0.007 21.811 10.799 0.01 -0.012 -0.005
Si 2.738 24.513 10.818 0.007 0.001 -0.006
Si 0.01 27.255 10.871 -0.002 0.002 0.001
Si 2.74 29.966 10.866 0.001 -0.001 -0.001
Si 0.021 32.674 10.887 0.018 -0.016 -0.006
Si 2.74 35.375 10.909 0.004 -0.001 -0.004
Si 0.01 38.126 10.954 -0.013 0.022 0
Si 2.727 40.842 10.967 -0.018 0.011 0.003
Si 0.031 43.585 10.976 0.007 -0.016 -0.003
Si 2.75 46.315 10.977 0.003 -0.006 0.001
Si 0.02 49.052 10.954 -0.007 -0.004 -0.002
Si 2.721 51.728 10.912 -0.001 0.015 -0.005
Si -0.034 54.466 10.871 0.01 0.023 -0.006
Si 2.727 57.175 10.868 -0.007 0.012 -0.003
Si -0.001 59.893 10.856 0.009 0.018 -0.007
Si 2.724 62.569 10.857 0.009 0.006 0
Si 5.458 -0.022 10.888 -0.011 -0.004 0.002
Si 8.191 2.688 10.896 -0.021 -0.007 -0.004
Si 5.44 5.372 10.887 0.008 -0.01 -0.011
Si 8.134 8.087 10.888 0.007 0.007 0.001
Si 5.397 10.807 10.854 0.001 0.012 -0.005
Si 8.133 13.553 10.836 0.016 0.004 0.007
Si 5.431 16.293 10.8 0.002 -0.001 -0.004
Si 8.149 19.058 10.823 0.004 -0.006 0.013
Si 5.434 21.763 10.839 -0.013 0.003 0.013
Si 8.201 24.526 10.826 0.018 0.006 -0.002
Si 5.487 27.243 10.831 0.009 0.018 0.001
Si 8.186 29.956 10.862 -0.025 -0.008 -0.002
Si 5.455 32.673 10.893 0.01 -0.011 -0.005
Si 8.187 35.392 10.948 0.001 -0.005 0.004
Si 5.465 38.117 10.95 0.013 -0.035 -0.001
Si 8.156 40.879 10.974 0.002 0.007 0.003
Si 5.447 43.592 10.994 -0.009 0.002 0.007
Si 8.167 46.307 10.956 0.016 -0.004 -0.003
Si 5.45 49.003 10.939 -0.004 0.015 0
Si 8.162 51.75 10.917 -0.008 0.015 0.002
Si 5.435 54.446 10.891 0.021 -0.006 -0.006
Si 8.162 57.158 10.862 -0.01 0.009 -0.001
Si 5.451 59.856 10.857 -0.011 -0.008 -0.001
Si 8.17 62.574 10.876 -0.008 -0.003 0
Si 10.902 -0.034 10.875 -0.007 0.016 0
Si 13.617 2.679 10.923 -0.004 0.001 0.003
Si 10.862 5.385 10.932 0.009 0.017 0.003
Si 13.579 8.107 10.893 0.008 0.017 -0.005
Si 10.871 10.838 10.848 0 0.006 -0.001
Si 13.546 13.594 10.842 -0.021 -0.006 0.003
Si 10.845 16.32 10.829 0.005 0.002 0.013
Si 13.6 19.079 10.79 0.016 0.006 -0.006
Si 10.891 21.797 10.816 -0.006 -0.006 0.013
Si 13.611 24.536 10.837 0.002 -0.008 0.002
Si 10.923 27.279 10.842 -0.015 -0.015 0.001
Si 13.637 29.978 10.892 -0.008 -0.009 0.005
Si 10.915 32.687 10.916 0.009 0.01 -0.003
Si 13.653 35.404 10.937 0.028 0.012 0.004
Si 10.902 38.135 10.969 -0.008 -0.009 0.002
Si 13.623 40.864 10.973 -0.006 -0.001 -0.016
Si 10.894 43.59 10.965 0.009 -0.014 0.004
Si 13.618 46.325 10.957 -0.009 0.007 0.001
Si 10.88 49.044 10.945 0.01 0.002 0.005
Si 13.62 51.76 10.915 -0.013 -0.027 -0.007
Si 10.88 54.449 10.889 0.006 -0.013 0.009
Si 13.611 57.173 10.882 0.006 -0.005 0
Si 10.881 59.87 10.874 -0.001 0.001 0.003
Si 13.62 62.598 10.873 0.02 -0.001 0.006
Si 1.352 1.34 12.273 0.004 0 0.009
Si 4.085 4.034 12.273 -0.007 -0.009 0.006
Si 1.37 6.745 12.28 0.014 0.014 0.002
Si 4.071 9.447 12.261 0.013 0.017 -0.006
Si 1.309 12.207 12.192 0.008 0.005 0.001
Si 4.04 14.939 12.132 0.005 -0.017 -0.003
Si 1.314 17.71 12.146 0.015 0.007 -0.003
Si 4.057 20.396 12.182 -0.016 -0.016 0.006
Si 1.353 23.156 12.161 -0.004 0.016 -0.005
Si 4.117 25.87 12.172 -0.005 -0.022 -0.016
Si 1.377 28.614 12.238 -0.004 -0.005 0.006
Si 4.083 31.317 12.253 0.002 0.005 -0.002
Si 1.364 34.023 12.277 -0.008 0.015 -0.002
Si 4.09 36.734 12.275 -0.004 0.013 -0.01
Si 1.347 39.495 12.326 0.007 -0.017 0.002
Si 4.091 42.195 12.327 0.015 -0.023 0.008
Si 1.389 44.949 12.328 -0.015 -0.011 -0.002
Si 4.11 47.665 12.36 0 0.003 0.011
Si 1.392 50.395 12.336 0.006 0.006 0.004
Si 4.077 53.074 12.259 -0.003 -0.001 0.001
Si 1.311 55.837 12.198 -0.009 0.002 0.002
Si 4.098 58.519 12.25 0.003 0.008 0.015
Si 1.365 61.222 12.238 -0.034 -0.037 0
Si 4.087 63.922 12.215 -0.028 -0.015 -0.008
Si 6.829 1.351 12.259 0.02 0.015 -0.001
Si 9.518 4.027 12.335 -0.012 -0.031 0.001
Si 6.798 6.714 12.268 -0.016 0.008 0.001
Si 9.519 9.465 12.2 0.023 0.012 -0.006
Si 6.763 12.176 12.179 -0.028 -0.016 -0.006
Si 9.486 14.936 12.171 -0.001 -0.01 0.001
Si 6.787 17.664 12.144 0.01 0.011 -0.009
Si 9.526 20.434 12.165 -0.013 0.004 -0.004
Si 6.815 23.154 12.156 0 -0.012 -0.005
Si 9.568 25.897 12.18 0.011 0.02 -0.004
Si 6.835 28.592 12.227 0.021 0.001 0.009
Si 9.533 31.315 12.248 -0.005 -0.008 -0.007
Si 6.809 34.018 12.277 -0.008 0.006 -0.007
Si 9.534 36.77 12.322 -0.004 -0.015 0.001
Si 6.827 39.48 12.329 0.008 0.047 -0.003
Si 9.491 42.262 12.325 -0.011 0.004 -0.011
Si 6.793 44.984 12.347 0.011 0.008 0
Si 9.528 47.671 12.297 -0.001 0.011 -0.012
Si 6.8 50.382 12.269 0.01 0.005 -0.003
Si 9.536 53.102 12.279 0 -0.002 0.007
Si 6.797 55.817 12.233 -0.009 -0.022 -0.003
Si 9.531 58.506 12.241 0.022 0.012 -0.002
Si 6.82 61.205 12.234 0.02 -0.01 0.01
Si 9.536 63.944 12.239 -0.01 -0.026 -0.004
Si 12.251 1.316 12.275 0.016 -0.011 -0.01
Si 14.978 4.051 12.284 0.001 0.006 0.001
Si 12.229 6.751 12.287 -0.011 -0.016 0.005
Si 14.945 9.476 12.238 0 -0.004 0.01
Si 12.201 12.225 12.205 -0.003 -0.013 0.009
Si 14.907 14.986 12.159 0.004 0.021 -0.002
Si 12.224 17.719 12.134 0 -0.004 -0.01
Si 14.972 20.435 12.143 -0.007 0.017 -0.006
Si 12.249 23.163 12.181 0.004 0.001 -0.008
Si 14.967 25.881 12.212 -0.011 -0.004 -0.001
Si 12.273 28.617 12.253 0.018 0.015 0.012
Si 14.987 31.338 12.28 0.007 0.011 0.008
Si 12.261 34.07 12.296 -0.009 -0.004 -0.004
Si 14.982 36.762 12.317 -0.008 0.003 0
Si 12.256 39.502 12.328 0.023 0.032 0.006
Si 14.997 42.22 12.322 0.015 0.006 -0.009
Si 12.263 44.952 12.305 -0.017 0.011 -0.003
Si 14.99 47.691 12.3 0.01 -0.012 -0.008
Si 12.273 50.397 12.27 -0.001 0.015 -0.005
Si 15.002 53.097 12.292 0.007 0.005 0.01
Si 12.279 55.787 12.239 0.007 0.009 -0.003
Si 14.981 58.545 12.235 0.011 -0.018 -0.012
Si 12.261 61.229 12.229 -0.004 -0.016 -0.019
Si 14.979 63.947 12.268 0.003 0.02 0.011

Results
total energy: -383136.292 eV
total energy less fixed offsets of O -438.25, Si -107.07 eV per atom: 30.348 eV
